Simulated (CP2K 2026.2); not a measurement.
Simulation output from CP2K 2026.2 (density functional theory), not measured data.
Periodic cell of 1139 atoms, Si864O275, from a study of silicon, its oxide and their interface. The atomic structure is a simulated model.
Doubt: the forces sum to 3.74 eV/angstrom along one axis rather than to zero, so they err by at least 0.0033 eV/angstrom per atom on average; the grid cutoff is modest.

Settings
functional: PBE
method: Gaussian and plane waves
basis set: DZVP-MOLOPT-SR-GTH
pseudopotentials: GTH-PBE
grid cutoff: 350 Ry, relative cutoff 50 Ry
k points: Gamma only
occupations: fixed
spin: none
net charge: 0

Cell vectors (angstrom)
a, 32.64, 0, 0
b, 0, 16.32, 0
c, 1.3758, -1.7121, 39.212

Atoms and the computed forces on them: element, x, y, z (angstrom), force x, y, z (eV/angstrom)
Si, 31.6068, 15.1025, 2.5016, 0.3905, 0.5318, 0.4948
Si, 3.3084, 2.26, 1.3579, 0.1608, -0.0016, 0.0487
Si, 30.5781, 4.9198, 1.827, -0.331, -0.3172, 0.2009
Si, 0.9487, 7.7105, 3.0061, -0.149, 0.2625, 0.5556
Si, 31.7258, 9.3354, 3.0252, 0.0783, 0.0188, -0.0549
Si, 1.2853, 13.0974, 2.1434, -0.0405, -0.067, 0.1295
Si, 5.3803, 0.1207, 2.1504, -0.2749, -0.2156, 0.5293
Si, 8.1485, 1.541, 2.0665, 0.2233, 0.4328, 0.5167
Si, 6.1108, 5.9822, 1.1794, -0.0226, 0.0141, 0.1782
Si, 7.3575, 8.6086, 2.0496, 0.43, -0.1593, 0.4836
Si, 5.1561, 10.8648, 2.073, -0.3141, -0.1162, 0.5719
Si, 6.6477, 13.5892, 1.8074, 0.3444, -0.0574, 0.6558
Si, 9.6118, 15.1568, 2.9458, 0.2435, -0.3898, 0.2637
Si, 12.8943, 0.6957, 2.8273, 0.2305, -0.0797, 0.4929
Si, 10.9414, 5.1902, 1.9208, -0.2219, -0.0376, 0.5669
Si, 13.6439, 8.1181, 4.3765, -0.044, 0.0562, 0.6934
Si, 9.359, 9.5616, 1.4624, -0.2558, -0.2535, 0.2213
Si, 12.2309, 12.203, 2.5588, 0.0421, 0.0551, -0.0083
Si, 14.6727, 15.3267, 2.7111, -0.0045, 0.0019, -0.0151
Si, 17.1041, 2.0386, 2.613, -0.052, -0.0075, -0.0465
Si, 15.307, 3.7477, 2.7276, 0.0378, 0.0404, -0.0076
Si, 17.7539, 7.5296, 2.0661, 0.1294, 0.0661, 0.1502
Si, 15.2576, 15.2001, 0.3696, -0.1505, -0.1557, 0.7136
Si, 18.2316, 12.1672, 2.6045, -0.0794, 0.2071, 0.7067
Si, 20.7425, 14.994, 2.3833, -0.4297, 0.3502, 0.2111
Si, 23.5511, 1.1394, 2.7417, -0.4109, 0.5026, 0.2579
Si, 20.6303, 4.252, 2.4746, -0.2667, -0.0004, 0.7522
Si, 23.2087, 6.9025, 2.7052, 0.2541, -0.0623, 0.6732
Si, 21.0726, 10.9222, 1.9787, 0.4487, 0.0902, 0.4597
Si, 22.6889, 12.6139, 1.8887, -0.4553, -0.2869, 0.022
Si, 25.9983, 15.5381, 2.2383, 0.0806, 0.0164, 0.1533
Si, 29.34, 2.9945, 2.3409, 0.1828, 0.3845, 0.4055
Si, 26.4474, 3.9799, 2.5728, -0.306, 0.0845, 0.7252
Si, 28.7316, 6.962, 3.0134, 0.1339, -0.1612, 0.6789
Si, 26.43, 9.0782, 2.4217, -0.456, -0.17, 0.463
Si, 30.9363, 10.8622, 38.8652, 0.0336, -0.1655, -0.0379
Si, 32.7014, 0.1677, 4.1729, -0.4425, -0.3973, 0.1234
Si, 2.3436, 2.3667, 4.1815, 0.0255, 0.1483, 0.6754
Si, 32.6459, 5.7708, 4.1402, 0.3853, 0.2708, 0.4023
Si, 2.8395, 8.5588, 4.2886, 0.1088, 0.0344, -0.0302
Si, 32.6515, 11.0174, 4.3074, -0.2498, -0.4097, 0.2589
Si, 3.074, 14.0919, 4.2998, 0.1533, 0.1112, 0.4657
Si, 4.7697, 15.8253, 4.3062, -0.0107, -0.0378, -0.0528
Si, 8.6206, 2.9782, 4.0071, -0.0039, 0.0217, -0.0918
Si, 5.8207, 5.9067, 4.2007, 0.1607, 0.2032, 0.6032
Si, 7.4458, 7.6969, 4.2334, -0.012, -0.0879, -0.023
Si, 4.5678, 10.3427, 4.2469, -0.0216, -0.0163, 0.0204
Si, 7.9676, 13.7378, 3.863, -0.0698, 0.0131, -0.1136
Si, 11.1254, -0.0358, 4.238, 0.0415, 0.0728, 0.0438
Si, 13.6661, 2.6139, 4.0028, 0.019, -0.0249, -0.0264
Si, 10.2405, 4.8333, 4.1014, -0.0199, -0.0779, -0.0411
Si, 12.6515, 7.4439, 1.7546, 0.1421, 0.1491, -0.0311
Si, 10.8737, 10.8008, 3.887, 0.1716, 0.3723, 0.2761
Si, 13.6838, 13.5357, 3.9239, -0.0292, -0.0228, -0.0314
Si, 16.3193, 0.1632, 3.9463, 0.0294, 0.0081, -0.0385
Si, 19.0568, 2.8959, 3.7588, 0.0138, -0.0217, -0.0446
Si, 16.3048, 5.4273, 4.0681, -0.2995, -0.3285, 0.1765
Si, 19.5776, 8.5601, 4.2563, 0.1394, 0.1921, 0.4951
Si, 16.7798, 11.0459, 4.0912, 0.0023, 0.0348, -0.0829
Si, 19.2794, 13.7842, 3.873, 0.0364, 0.0158, -0.0463
Si, 21.8607, 0.0689, 3.9488, -0.0549, -0.0117, -0.081
Si, 24.7533, 2.8009, 3.9092, 0.0187, 0.051, -0.0326
Si, 21.8566, 5.5249, 4.0374, 0.0497, -0.0146, -0.073
Si, 24.7384, 8.1941, 3.9257, 0.0661, 0.03, -0.0913
Si, 21.2907, 10.2591, 4.2027, -0.01, -0.0192, 0.0276
Si, 24.5554, 13.543, 4.1412, -0.0233, 0.1517, 0.5257
Si, 27.6873, 0.4872, 4.4173, 0.1219, 0.1654, 0.5641
Si, 29.3957, 2.206, 4.4947, -0.0011, -0.034, -0.0213
Si, 27.3777, 5.4385, 4.1722, -0.0074, -0.001, 0.0203
Si, 30.087, 8.2889, 4.3277, -0.058, 0.014, -0.0095
Si, 27.57, 11.2105, 4.282, -0.126, -0.1754, 0.7211
Si, 29.7404, 13.4005, 4.434, -0.0076, 0.0988, 0.7702
Si, 31.2257, 1.3067, 5.5928, 0.0321, -0.025, 0.002
Si, 1.2607, 4.1314, 5.3515, 0.0161, -0.0016, -0.0446
Si, 31.2696, 6.8326, 5.6914, 0.053, 0.0012, -0.0595
Si, 1.3412, 9.6583, 5.712, -0.02, 0.037, -0.0392
Si, 31.2538, 12.2186, 5.7292, 0.0078, 0.0211, -0.0691
Si, 1.2971, 15.0103, 5.558, 0.0182, -0.0316, -0.0453
Si, 3.8981, 1.2736, 5.5602, -0.007, 0.0615, -0.0076
Si, 6.829, 4.0294, 5.2879, 0.0411, -0.0185, -0.0465
Si, 4.0107, 6.8431, 5.4527, -0.0065, -0.0147, -0.0252
Si, 6.4577, 9.4411, 5.4639, -0.0343, 0.0265, -0.0754
Si, 3.9227, 12.2363, 5.5187, 0.0804, 0.014, -0.0244
Si, 6.6567, 14.9278, 5.4149, 0.0264, 0.0158, -0.0023
Si, 9.6218, 1.3624, 5.4349, -0.0123, -0.0116, 0.0419
Si, 12.1478, 3.9508, 5.2909, 0.0052, 0.0711, 0.0152
Si, 9.337, 6.6995, 5.303, -0.0132, 0.022, -0.0447
Si, 12.1969, 9.5891, 5.4433, -0.003, -0.0116, 0.0052
Si, 9.3297, 12.1564, 5.1497, 0.048, -0.034, -0.0309
Si, 12.3402, 14.7653, 5.4784, 0.0422, -0.051, -0.0216
Si, 14.9842, 1.3419, 5.4772, 0.0047, -0.0052, -0.0339
Si, 17.7873, 4.134, 5.3571, -0.0236, 0.0313, -0.0516
Si, 14.9797, 6.6706, 5.5604, 0.053, -0.0038, 0.0134
Si, 17.828, 9.5233, 5.4951, 0.025, -0.075, 0.0043
Si, 15.1141, 12.251, 5.2871, -0.0201, -0.029, -0.0166
Si, 17.777, 15.0673, 5.2105, 0.0095, -0.0025, -0.0185
Si, 20.4037, 1.4603, 5.1895, -0.0178, 0.0414, 0.0121
Si, 23.2668, 4.1026, 5.2859, 0.0187, -0.0345, 0.0059
Si, 20.5339, 6.8131, 5.4716, -0.0216, 0.0224, 0.0161
Si, 23.2295, 9.4578, 5.3124, -0.0172, 0.0496, 0.0124
Si, 20.4281, 12.2093, 5.3287, 0.0185, -0.0048, -0.0431
Si, 23.1631, 15.0004, 5.3724, -0.0027, -0.0364, -0.0021
Si, 25.8934, 1.4898, 5.5277, 0.0239, -0.011, 0.0096
Si, 28.5269, 4.0416, 5.6548, 0.0115, 0.0043, -0.0182
Si, 25.9338, 6.8106, 5.4289, -0.0215, 0.0015, -0.0263
Si, 28.6526, 9.6022, 5.6074, -0.0171, 0.0311, -0.0304
Si, 25.8919, 12.2526, 5.545, 0.0175, 0.0025, -0.0278
Si, 28.567, 15.008, 5.6389, -0.0175, 0.031, -0.0297
Si, 29.9532, -0.0433, 7.0204, -0.0076, 0.0449, -0.0317
Si, 32.5758, 2.7905, 6.8226, 0.0272, -0.0153, 0.0342
Si, 29.9046, 5.4231, 6.953, 0.0142, -0.0171, -0.0048
Si, 32.6369, 8.2043, 6.9847, -0.0026, 0.034, 0.0107
Si, 29.9366, 10.8689, 7.0717, 0, -0.031, 0.026
Si, 32.631, 13.6356, 6.9558, -0.023, 0.0407, 0.0183
Si, 2.6045, -0.0018, 7.0023, -0.0154, -0.0214, 0.023
Si, 5.4119, 2.6975, 6.6781, 0.0183, 0.0079, 0.0165
Si, 2.6725, 5.4135, 6.7525, -0.0209, 0.0189, 0.03
Si, 5.2813, 8.1222, 6.9627, 0.0211, -0.0245, 0.0042
Si, 2.6522, 10.9986, 7.0549, 0.0354, -0.0493, -0.0081
Si, 5.4223, 13.5131, 6.8381, -0.0536, -0.0213, -0.0364
Si, 8.112, -0.0032, 6.68, 0.0229, -0.0054, -0.0374
Si, 10.9343, 2.6635, 6.8414, -0.0223, 0.02, 0.0115
Si, 8.0934, 5.3684, 6.8002, -0.0072, 0.0282, -0.0066
Si, 10.7848, 8.1005, 6.6357, 0.042, -0.0464, 0.031
Si, 8.004, 10.8282, 6.6342, 0.0233, 0.0544, -0.0321
Si, 10.7859, 13.4567, 6.6523, -0.0488, -0.0144, -0.0355
Si, 13.6553, -0.0865, 6.7982, -0.0463, 0.0072, -0.0116
Si, 16.392, 2.7452, 6.7313, -0.0152, 0.005, -0.0286
Si, 13.508, 5.3116, 6.7379, -0.0391, -0.0323, 0.0202
Si, 16.3864, 8.1325, 6.7666, -0.0271, 0.0165, 0.0253
Si, 13.6681, 10.9282, 6.7004, 0.0236, -0.0053, 0.0094
Si, 16.4209, 13.6692, 6.6425, 0.0071, -0.0116, 0.0166
Si, 19.1068, 0.0694, 6.6334, 0.024, 0.0017, 0.0112
Si, 21.8196, 2.7535, 6.6227, 0.0061, 0.0134, -0.0231
Si, 19.1101, 5.4656, 6.7618, -0.013, 0.0157, 0.0346
Si, 21.9208, 8.1429, 6.8103, 0.0242, 0.0526, -0.0353
Si, 19.104, 10.9492, 6.8359, 0.0218, -0.0372, -0.0411
Si, 21.8201, 13.5672, 6.6967, 0.0049, 0.0055, -0.028
Si, 24.4937, 0.0442, 6.7699, 0.0271, -0.0038, -0.0017
Si, 27.1426, 2.7808, 7.0218, 0.0277, -0.0334, -0.0236
Si, 24.5297, 5.4592, 6.77, 0.0153, -0.0006, -0.0328
Si, 27.2383, 8.1786, 6.8394, -0.0129, -0.0028, 0.0024
Si, 24.4875, 10.8504, 6.775, 0.0084, -0.0245, 0.0124
Si, 27.1707, 13.6489, 6.9331, -0.01, 0.008, 0.025
Si, 31.2897, 14.9502, 8.3595, 0.0446, -0.0066, 0.0034
Si, 1.2623, 1.4206, 8.2569, -0.0131, 0.0227, -0.0204
Si, 31.2668, 4.0806, 8.2816, 0.0277, -0.0196, 0.0174
Si, 1.3796, 6.7754, 8.2195, 0.0007, 0.0097, -0.0174
Si, 31.2849, 9.5089, 8.3833, -0.0199, -0.0292, -0.0125
Si, 1.3012, 12.3119, 8.3768, -0.0635, -0.0094, 0.0091
Si, 4.0501, 14.9074, 8.208, -0.0149, -0.0103, -0.022
Si, 6.777, 1.3569, 8.0791, 0.0022, -0.0095, 0.0109
Si, 4.0638, 4.0553, 8.0979, -0.0128, -0.0072, 0.0028
Si, 6.7408, 6.7417, 8.179, 0.0167, 0.0034, -0.0064
Si, 4.0068, 9.5413, 8.3074, 0.0079, 0.0127, -0.0188
Si, 6.7865, 12.1719, 8.1594, 0.0053, -0.0229, 0.0364
Si, 9.4808, 14.9093, 8.0224, 0.0254, -0.0139, -0.0041
Si, 12.2853, 1.2836, 8.1476, 0.0091, -0.0194, 0.0365
Si, 9.5224, 4.0512, 8.1354, 0.0173, -0.0075, 0.0077
Si, 12.1767, 6.7662, 8.0418, 0.0184, 0.0111, 0.0107
Si, 9.4265, 9.4736, 8.0041, 0.0121, -0.0018, 0.0013
Si, 12.2267, 12.2071, 8.0634, 0.009, 0.018, -0.0347
Si, 15.0574, 14.9318, 8.1109, 0.0194, -0.0087, 0.0316
Si, 17.7528, 1.3747, 8.0739, -0.0085, -0.0256, 0.0056
Si, 14.9662, 4.0426, 8.0967, -0.0229, -0.0148, -0.0109
Si, 17.7462, 6.8035, 8.1341, -0.0293, 0.0068, 0.0185
Si, 14.9864, 9.5171, 8.0713, -0.0018, 0.0097, -0.0027
Si, 17.6979, 12.2974, 8.1076, -0.0241, 0.0371, 0.0185
Si, 20.4353, 14.9724, 8.0223, -0.0044, 0.0094, -0.018
Si, 23.1052, 1.3955, 8.0952, 0.004, -0.0057, -0.0193
Si, 20.483, 4.0858, 8.074, 0.0048, -0.0173, -0.0073
Si, 23.1996, 6.7842, 8.1934, -0.0084, -0.0323, 0.0295
Si, 20.504, 9.5447, 8.1185, 0.0218, 0.0137, -0.0243
Si, 23.1497, 12.2436, 8.1285, -0.014, -0.005, 0.0003
Si, 25.8043, 15.0207, 8.2215, -0.002, 0.0099, 0
Si, 28.5507, 1.3717, 8.2797, 0.0045, 0.0077, -0.0063
Si, 25.7882, 4.1484, 8.2817, -0.0439, 0.0184, 0.0158
Si, 28.5394, 6.8133, 8.2545, -0.0037, 0.0283, -0.0131
Si, 25.8425, 9.5167, 8.18, -0.0136, 0.0156, -0.0085
Si, 28.5338, 12.2838, 8.2984, -0.0033, 0.0025, -0.0054
Si, 32.612, 0.0449, 9.6599, 0.001, 0.0017, 0.0023
Si, 2.7078, 2.7426, 9.5385, 0.021, 0.0066, -0.0112
Si, 32.6445, 5.4464, 9.5988, -0.0191, 0.0118, 0.0073
Si, 2.6765, 8.1428, 9.6239, -0.0067, 0.0087, 0.0063
Si, 32.6131, 10.9031, 9.6982, 0.0065, 0.0016, 0.0128
Si, 2.7172, 13.632, 9.6611, 0.0158, 0.0069, 0.0043
Si, 5.4345, -0.0069, 9.4873, 0.0237, 0.0172, -0.0104
Si, 8.1457, 2.6863, 9.4709, -0.0244, 0.0053, 0.0013
Si, 5.392, 5.3896, 9.5251, -0.0245, 0.0133, 0.0058
Si, 8.1293, 8.1376, 9.4671, 0.0016, 0.0075, 0.0149
Si, 5.4375, 10.8663, 9.5842, 0.0208, 0.0009, 0.0109
Si, 8.159, 13.5738, 9.4573, 0.0009, 0.0004, -0.0018
Si, 10.8601, -0.0682, 9.4331, 0.0029, -0.0214, 0.0022
Si, 13.6448, 2.6708, 9.4802, 0.0163, -0.012, 0.012
Si, 10.8711, 5.429, 9.4741, -0.0085, 0.0009, 0.01
Si, 13.5869, 8.1359, 9.3922, 0.0023, -0.0057, -0.016
Si, 10.8537, 10.8135, 9.3885, -0.0108, -0.0087, -0.0204
Si, 13.6129, 13.5793, 9.4204, -0.0123, 0.0225, 0.0162
Si, 16.397, 0.005, 9.4557, -0.0172, -0.0034, 0.0056
Si, 19.1069, 2.7284, 9.4444, 0.0076, 0.0043, 0.0006
Si, 16.3326, 5.4353, 9.4431, 0.0188, 0.0044, 0.0021
Si, 19.1098, 8.1803, 9.469, 0.0075, 0.0022, -0.0068
Si, 16.3355, 10.8952, 9.4397, -0.0179, 0.0121, -0.0065
Si, 19.0795, 13.6457, 9.4489, 0.0131, -0.0173, -0.0062
Si, 21.7657, 0.0034, 9.4476, 0.0024, -0.0068, -0.007
Si, 24.4255, 2.7303, 9.5464, -0.0151, 0.0228, 0.0019
Si, 21.7959, 5.4308, 9.5026, 0.01, -0.0103, 0.0096
Si, 24.5196, 8.159, 9.5662, -0.001, -0.0001, -0.0025
Si, 21.8103, 10.8972, 9.517, 0.0075, -0.0053, 0.0107
Si, 24.4682, 13.6105, 9.5329, -0.0148, -0.0038, 0.0085
Si, 27.1759, 0.0162, 9.6074, 0.0058, 0.0068, 0.0027
Si, 29.9017, 2.7274, 9.6331, 0.0158, 0.0024, 0.0095
Si, 27.1769, 5.4776, 9.6234, 0.006, 0.0032, -0.0024
Si, 29.8903, 8.1397, 9.6564, -0.0012, -0.0019, 0.0033
Si, 27.1658, 10.8854, 9.5872, 0.011, -0.0228, -0.0091
Si, 29.8978, 13.6022, 9.6717, -0.0011, 0.0067, 0.0076
Si, 31.2634, 1.3636, 21.8514, -0.0128, -0.0009, -0.0039
Si, 1.3221, 4.0456, 21.7998, 0.0018, 0.0021, -0.0013
Si, 31.2307, 6.7658, 21.8432, 0.0073, -0.0055, -0.0029
Si, 1.3294, 9.4996, 21.7858, -0.005, 0.0036, 0.0061
Si, 31.2467, 12.2507, 21.8668, -0.0017, 0.0091, 0.0015
Si, 1.3452, 14.9453, 21.8094, 0.0131, -0.0207, -0.0033
Si, 4.063, 1.3248, 21.7326, 0.0036, 0.0061, -0.0095
Si, 6.8094, 4.024, 21.6664, 0.0156, -0.0106, -0.0089
Si, 4.0695, 6.7641, 21.7232, 0.0166, -0.0045, 0.0066
Si, 6.8122, 9.5085, 21.6489, -0.0254, 0.0038, -0.0046
Si, 4.0553, 12.2202, 21.7032, -0.0172, 0.0001, -0.0118
Si, 6.7768, 14.9097, 21.6408, -0.0021, 0.0103, -0.0092
Si, 9.5346, 1.3412, 21.6132, -0.0116, 0.0074, -0.0066
Si, 12.2994, 4.0744, 21.6172, 0.0063, -0.0325, -0.0047
Si, 9.5514, 6.7777, 21.63, 0.0021, -0.0023, 0.011
Si, 12.297, 9.5378, 21.6416, -0.0026, -0.0101, 0.0082
Si, 9.5491, 12.2078, 21.6324, -0.0001, -0.0222, -0.0009
Si, 12.242, 14.9421, 21.6443, -0.013, 0.0222, 0.002
Si, 14.9773, 1.3432, 21.6869, 0.0016, 0.0038, 0.0096
Si, 17.709, 4.103, 21.7023, -0.0231, 0.0262, -0.0016
Si, 15.0026, 6.824, 21.6452, -0.0022, 0.0044, -0.0076
Si, 17.7125, 9.5489, 21.722, 0.0023, 0.0064, 0.0023
Si, 14.9871, 12.267, 21.6732, -0.0073, 0.0149, -0.0031
Si, 17.692, 14.9625, 21.7518, 0.0144, -0.0259, -0.0086
Si, 20.3985, 1.3773, 21.8092, -0.0154, 0.0173, 0.0145
Si, 23.1345, 4.0864, 21.8619, 0.013, 0.0023, 0.0023
Si, 20.4306, 6.818, 21.7721, 0.0155, -0.0129, -0.0044
Si, 23.0995, 9.5463, 21.8495, -0.0072, 0.0159, -0.0033
Si, 20.3987, 12.2683, 21.8163, -0.0028, 0.0156, -0.0027
Si, 23.1244, 14.9759, 21.8607, 0.0177, -0.0067, 0.0073
Si, 25.8392, 1.3759, 21.9123, 0.0055, 0.0029, 0.0057
Si, 28.548, 4.0751, 21.8895, 0.0096, -0.005, -0.0002
Si, 25.8142, 6.8146, 21.8812, -0.0089, 0.0144, -0.0039
Si, 28.5181, 9.5196, 21.8875, 0.0049, -0.0107, 0.0005
Si, 25.8175, 12.2601, 21.8858, 0.008, 0.0023, 0.0001
Si, 28.5433, 14.9916, 21.902, -0.0032, 0.0132, 0.0028
Si, 29.9241, 0.0369, 23.2658, 0.0044, -0.0068, -0.0083
Si, 32.6077, 2.7182, 23.2263, -0.0029, -0.0094, 0.0099
Si, 29.9002, 5.4201, 23.2768, -0.0013, 0.0138, 0.0103
Si, 32.6144, 8.1252, 23.1531, 0.0142, 0.0095, -0.0026
Si, 29.8642, 10.9056, 23.2385, -0.0037, 0.0025, 0.005
Si, 32.6257, 13.6167, 23.2161, 0.0017, 0.0136, 0
Si, 2.7297, -0.0184, 23.1448, -0.0158, -0.0002, -0.0003
Si, 5.4572, 2.668, 23.0513, -0.0008, -0.0194, 0.0022
Si, 2.7189, 5.3987, 23.1039, -0.0141, 0.011, -0.0009
Si, 5.4526, 8.1595, 23.0053, 0.0187, 0.0113, 0.0021
Si, 2.7029, 10.8869, 23.0945, 0.0081, 0.0147, 0.0038
Si, 5.4134, 13.5809, 23.035, -0.0002, -0.0037, 0.0091
Si, 8.1644, -0.0475, 22.9241, 0.0096, 0.0212, -0.013
Si, 10.9315, 2.6981, 22.925, -0.0065, 0.0153, -0.0069
Si, 8.1909, 5.3957, 22.9641, -0.0117, -0.0195, 0.0174
Si, 10.9457, 8.141, 22.9457, 0.0108, 0.0219, -0.0018
Si, 8.1951, 10.8515, 22.9853, -0.0008, 0.0201, 0.0065
Si, 10.8951, 13.5624, 22.9929, -0.0118, -0.0011, 0.0046
Si, 13.5827, -0.0239, 23.011, -0.0063, -0.0198, 0.0066
Si, 16.3513, 2.7222, 23.0186, 0.0263, 0.003, -0.0084
Si, 13.6585, 5.4438, 22.9676, 0.0002, 0.0085, -0.009
Si, 16.339, 8.1809, 23.0293, -0.0211, -0.0315, -0.0029
Si, 13.6283, 10.9263, 23.0202, 0.0009, 0.0072, 0.0054
Si, 16.3166, 13.5987, 23.089, 0.0059, -0.0023, -0.0024
Si, 19.0198, 0.0068, 23.1443, -0.0111, -0.0197, 0.0084
Si, 21.7656, 2.7136, 23.2038, 0.0101, 0.004, -0.002
Si, 19.0633, 5.4495, 23.0903, 0.008, 0.0129, -0.0069
Si, 21.74, 8.174, 23.1969, -0.0076, -0.005, -0.0059
Si, 19.0226, 10.9004, 23.1496, -0.0022, 0.0082, -0.004
Si, 21.7525, 13.6229, 23.2123, -0.015, -0.0246, -0.0088
Si, 24.4651, 0.0108, 23.2672, 0.0171, -0.0038, -0.0059
Si, 27.2178, 2.7271, 23.2948, 0.0004, 0.0047, -0.0062
Si, 24.4732, 5.4538, 23.2618, 0.013, -0.0074, -0.0003
Si, 27.1664, 8.1554, 23.2774, -0.0039, -0.0006, -0.0022
Si, 24.4467, 10.9002, 23.2444, -0.0049, -0.0144, -0.0052
Si, 27.1565, 13.6464, 23.2604, -0.0049, 0.0007, -0.004
Si, 31.2986, 15.0018, 24.6206, 0.0263, -0.0081, -0.0052
Si, 1.3734, 1.3394, 24.5216, -0.0165, 0.0092, 0.0176
Si, 31.2749, 4.0713, 24.6683, 0.0056, 0.0177, -0.0077
Si, 1.3502, 6.7388, 24.4788, -0.0127, -0.0224, -0.0143
Si, 31.242, 9.481, 24.5098, 0.015, -0.0073, -0.0179
Si, 1.3705, 12.2264, 24.5203, 0.0084, -0.0302, -0.0059
Si, 4.0969, 14.9167, 24.4794, 0.0184, -0.0267, 0.0298
Si, 6.8282, 1.2392, 24.3291, -0.0307, -0.011, 0.0032
Si, 4.1203, 4.0383, 24.4193, 0.0069, -0.0129, 0.0391
Si, 6.8455, 6.7835, 24.2891, -0.0116, -0.0207, -0.0082
Si, 4.0778, 9.493, 24.3777, -0.0096, -0.0082, -0.0039
Si, 6.8061, 12.2058, 24.313, 0.0018, -0.0206, -0.0075
Si, 9.4838, 14.9155, 24.2784, -0.043, 0.0186, 0.0018
Si, 12.2059, 1.3344, 24.3348, -0.0072, 0.0053, 0.0336
Si, 9.6095, 4.0557, 24.2727, 0.0053, 0.0044, -0.0096
Si, 12.3133, 6.8042, 24.3059, -0.0263, -0.0044, -0.0048
Si, 9.5979, 9.4863, 24.2924, 0.0188, -0.0269, -0.0261
Si, 12.2669, 12.2692, 24.3996, 0.0112, -0.0005, 0.0263
Si, 14.9176, 14.9548, 24.4007, 0.0076, -0.0145, -0.0094
Si, 17.6324, 1.3828, 24.4605, -0.011, 0.0292, 0.0142
Si, 15.0075, 4.0987, 24.3318, 0.0186, 0.0379, -0.005
Si, 17.7091, 6.85, 24.3941, -0.0028, 0.0034, -0.0031
Si, 14.9964, 9.5734, 24.3572, 0.0197, 0.0161, 0.009
Si, 17.6354, 12.2471, 24.5045, -0.0367, -0.0363, 0.0122
Si, 20.3778, 14.9988, 24.5457, 0.0203, 0.0223, 0.009
Si, 23.0771, 1.3431, 24.632, -0.0272, -0.0195, 0.0048
Si, 20.3807, 4.0948, 24.5035, -0.006, 0.0199, -0.004
Si, 23.0821, 6.8249, 24.5988, -0.0196, -0.0023, -0.0035
Si, 20.3666, 9.5505, 24.5373, -0.0005, -0.0279, -0.0253
Si, 23.0977, 12.2759, 24.6164, 0.0088, 0.0278, -0.0116
Si, 25.8364, 15.0173, 24.6807, -0.0067, 0.0106, 0.0145
Si, 28.6178, 1.4044, 24.6935, 0.0108, -0.0055, 0.0124
Si, 25.8437, 4.0917, 24.6444, -0.0114, 0.0398, -0.0081
Si, 28.5007, 6.7517, 24.6524, -0.0151, -0.0268, -0.0119
Si, 25.7892, 9.5331, 24.6274, -0.0034, -0.0009, -0.0081
Si, 28.5079, 12.2979, 24.6262, 0.0131, 0.0141, 0.0077
Si, 32.6953, 0.0392, 25.9902, -0.0216, -0.0333, 0.0019
Si, 2.7964, 2.6685, 25.8213, 0.0262, -0.0042, -0.0239
Si, 32.7127, 5.4178, 25.9721, -0.0105, 0.0392, 0.0345
Si, 2.7203, 8.1359, 25.7426, -0.0103, 0.0348, 0.0192
Si, 32.6421, 10.8136, 25.8256, 0.026, 0.014, -0.0317
Si, 2.7425, 13.5792, 25.8922, -0.0176, 0.0544, 0.0337
Si, 5.5543, -0.1128, 25.8123, 0.0503, 0.0022, -0.0177
Si, 8.2651, 2.6154, 25.5223, 0.0777, -0.0009, -0.0238
Si, 5.4744, 5.4931, 25.6739, 0.012, 0.0048, 0.025
Si, 8.3152, 8.0416, 25.6011, -0.0276, -0.0177, -0.0084
Si, 5.5145, 10.8071, 25.662, 0, 0.0272, 0.0245
Si, 8.1038, 13.6079, 25.6537, -0.0273, 0.0023, -0.0191
Si, 10.815, -0.0784, 25.6374, -0.0118, 0.0224, 0.0228
Si, 13.5719, 2.7679, 25.6021, -0.012, -0.0215, -0.0119
Si, 10.9547, 5.4397, 25.63, -0.0278, -0.0121, -0.0103
Si, 13.6452, 8.2028, 25.644, -0.0092, -0.0004, -0.0007
Si, 10.9013, 10.8548, 25.676, -0.015, -0.0329, 0.0112
Si, 13.6054, 13.618, 25.8248, 0.0041, 0.0283, 0.0049
Si, 16.1422, 0.0912, 25.7569, -0.026, -0.0026, 0.0259
Si, 19.0592, 2.6728, 25.8302, 0.0067, -0.0264, -0.0122
Si, 16.411, 5.4246, 25.6897, -0.0135, 0.0165, -0.0145
Si, 18.9359, 8.2317, 25.8659, -0.0209, 0.0108, -0.0189
Si, 16.2746, 10.857, 25.8692, 0.0402, 0.0305, -0.0453
Si, 18.9685, 13.6498, 25.8382, -0.0248, -0.0171, 0.0126
Si, 21.6769, 0.0034, 26.0319, -0.0157, 0.0057, -0.0036
Si, 24.4498, 2.7287, 25.9514, 0.0349, 0.0146, 0.0008
Si, 21.651, 5.4887, 25.9166, 0.0158, 0.006, 0.0126
Si, 24.4428, 8.1541, 26.0081, 0.0147, -0.0119, -0.0217
Si, 21.7214, 10.8805, 25.9305, 0.032, -0.0292, 0.0415
Si, 24.4015, 13.6848, 26.023, -0.0048, -0.002, -0.0249
Si, 27.2626, 0.0473, 26.0535, -0.0141, -0.0312, 0.0081
Si, 29.9495, 2.7593, 26.1572, 0.004, 0.0107, 0.0202
Si, 27.1782, 5.3925, 26.1223, 0.0179, -0.01, -0.0165
Si, 29.8911, 8.1511, 25.9138, 0.0145, 0.0012, 0.0082
Si, 27.0844, 10.9707, 25.9801, -0.0342, 0.0093, 0.0074
Si, 29.9169, 13.6551, 25.9736, -0.0409, 0.0165, 0.0101
Si, 31.5011, 1.4805, 27.468, 0.0651, -0.0361, 0.0237
Si, 1.5875, 4.0663, 27.2713, -0.0669, 0.0476, -0.0112
Si, 31.2735, 6.7996, 27.2829, 0.0496, -0.0124, 0.0157
Si, 1.3392, 9.4036, 27.1545, -0.0482, -0.0027, -0.0305
Si, 31.2986, 12.1737, 27.1664, 0.0221, 0.0049, -0.0283
Si, 1.4124, 14.9739, 27.3443, 0.0213, -0.054, -0.021
Si, 4.2295, 1.3025, 27.103, -0.0449, 0.004, -0.0217
Si, 7.014, 4.0934, 26.734, 0.0145, 0.0203, -0.0861
Si, 4.103, 6.8364, 27.092, 0.0063, -0.0181, -0.0042
Si, 6.951, 9.3864, 26.8588, -0.0391, -0.0007, -0.0373
Si, 4.1994, 12.1345, 27.0753, -0.0201, -0.0085, -0.034
Si, 6.8412, 14.7979, 27.2583, -0.018, -0.0008, 0.0296
Si, 9.4788, 1.27, 27.0061, -0.0227, -0.0072, -0.0058
Si, 12.2641, 4.0897, 26.9881, -0.0209, 0.0012, -0.0114
Si, 9.6722, 6.7528, 27.0529, -0.0445, 0.0389, 0.0068
Si, 12.2549, 9.4859, 27.0372, 0.0204, 0.0046, 0.0158
Si, 9.4676, 12.2476, 26.9051, -0.0013, -0.0071, 0.0237
Si, 12.1853, 15.0157, 27.0935, 0.025, 0.0488, 0.0422
Si, 14.7285, 1.4579, 27.1202, -0.0294, -0.0758, 0.0252
Si, 17.7114, 4.0457, 27.1059, 0.019, 0.0653, 0.026
Si, 15.0891, 6.8818, 26.9141, 0.0238, 0.041, 0.0186
Si, 17.6076, 9.5524, 27.3409, -0.0092, -0.0122, -0.0052
Si, 14.8676, 12.1612, 27.2216, -0.04, -0.016, 0.0175
Si, 17.5195, 15.079, 27.0468, 0.0125, 0.0142, 0.0543
Si, 20.2852, 1.3689, 27.393, -0.0208, 0.0093, -0.0023
Si, 22.9906, 4.0648, 27.2281, -0.0283, -0.0705, 0.0216
Si, 20.2249, 6.8744, 27.2441, 0.0435, -0.0183, 0.031
Si, 23.0648, 9.522, 27.3532, -0.0213, -0.001, 0.0258
Si, 20.3098, 12.2711, 27.203, -0.0379, 0.0301, 0.0051
Si, 23.0075, 14.9785, 27.4605, 0.0155, -0.0132, 0.0044
Si, 25.85, 1.4348, 27.3556, 0.0004, -0.0133, 0.007
Si, 28.5399, 4.0728, 27.6247, -0.0197, 0.0121, 0.0085
Si, 25.7326, 6.7474, 27.4318, -0.024, -0.0087, -0.0376
Si, 28.4855, 9.5543, 27.1995, 0.0128, -0.013, -0.0246
Si, 25.72, 12.3475, 27.4183, 0.0279, -0.0642, 0.0013
Si, 28.6712, 15.0461, 27.4628, 0.0595, 0.0398, 0.0245
Si, 30.1477, 0.1581, 28.8497, -0.0738, -0.2352, -0.7607
Si, 33.0366, 2.7932, 28.8545, -0.031, 0.0512, 0.0359
Si, 30.0455, 5.4938, 28.8473, -0.0165, 0.0249, 0.0269
Si, 32.6871, 8.0967, 28.6595, -0.064, 0.0286, 0.0401
Si, 29.9156, 10.859, 28.5178, -0.0293, 0.0083, 0.0277
Si, 32.6921, 13.4056, 28.5659, 0.0045, 0.0428, 0.1026
Si, 2.9937, -0.0385, 28.6187, 0.0262, -0.0437, 0.0414
Si, 5.6617, 2.8746, 28.0912, 0.044, -0.0522, 0.0055
Si, 2.9382, 5.4739, 28.6153, 0.0548, -0.0239, 0.0266
Si, 5.7535, 7.9889, 28.2586, 0.0822, -0.0056, -0.0505
Si, 2.8, 10.7557, 28.326, -0.1836, 0.266, -0.3172
Si, 5.5088, 13.3095, 28.6426, 0.0165, 0.0108, 0.0402
Si, 8.2053, -0.0811, 28.5546, 0.0019, 0.0148, 0.0151
Si, 11.144, 2.4212, 28.2188, 0.0331, -0.0336, 0.0847
Si, 8.486, 5.1303, 28.223, 0.1007, -0.0766, -0.0321
Si, 10.9921, 8.105, 28.4665, 0.0028, -0.0406, 0.0921
Si, 8.2221, 10.7637, 28.1908, 0.0014, 0.0027, 0.0137
Si, 10.8465, 13.495, 28.2931, 0.006, -0.0005, 0.0521
Si, 12.8425, 0.6441, 28.362, 0.0329, 0.0239, -0.1052
Si, 16.1564, 2.8231, 28.352, -0.0425, 0.0748, 0.0119
Si, 13.7042, 5.5452, 28.1516, -0.0403, -0.0229, 0.0778
Si, 16.2686, 8.0624, 28.6093, -0.0111, -0.0004, 0.0563
Si, 13.471, 10.7636, 28.597, 0.0572, -0.008, 0.1134
Si, 16.2494, 13.6504, 28.3732, 0.3638, -0.2516, -0.2581
Si, 18.7113, 0.0571, 28.6061, -0.0386, 0.0253, 0.0567
Si, 21.6945, 2.7572, 28.7315, 0.046, -0.0277, -0.0581
Si, 18.9726, 5.3858, 28.5969, 0.0331, -0.0157, -0.046
Si, 21.5612, 8.2138, 28.6588, 0.0301, -0.0069, 0.0451
Si, 18.9593, 11.0026, 28.6613, 0.0303, 0.0163, 0.0501
Si, 21.5239, 13.5721, 28.7421, -0.0119, -0.0062, 0.0292
Si, 24.4339, 0.1233, 28.6788, -0.0066, -0.0439, 0.0191
Si, 26.944, 2.8095, 28.9937, -0.0145, 0.0039, 0.06
Si, 24.1788, 5.4115, 28.7213, 0.0331, 0.047, 0.0799
Si, 27.1508, 8.2351, 28.6003, 0.0086, -0.0081, 0.0804
Si, 24.2484, 11.0343, 28.7915, 0.0758, 0.0188, 0.0161
Si, 27.191, 13.6749, 28.7341, -0.0028, -0.0167, 0.0024
Si, 31.3515, 14.1719, 30.2921, 0.4315, -0.1939, -0.4704
Si, 2.2371, 1.6646, 30.0541, -0.2453, -0.2367, -0.2239
Si, 31.984, 4.5982, 30.0401, 0.2022, 0.2342, -0.5662
Si, 1.112, 6.355, 29.9072, -0.0624, -0.0921, 0.0578
Si, 31.0824, 9.3779, 29.9086, 0.3096, 0.0447, -0.65
Si, 1.6779, 12.2005, 29.6717, -0.2314, -0.2131, -0.6413
Si, 3.8745, 14.4714, 29.9381, 0.3978, 0.2043, -0.697
Si, 7.0003, 1.6904, 29.5729, -0.1342, -0.3388, -0.61
Si, 5.0141, 4.6631, 29.5082, 0.048, 0.2498, 0.0609
Si, 6.8458, 6.2641, 29.3615, -0.3234, -0.2584, -0.3785
Si, 5.0463, 9.386, 29.9902, 0.4681, -0.1399, 0.1513
Si, 6.5747, 11.4107, 29.7136, -0.3129, -0.1995, -0.4182
Si, 9.8144, 14.9537, 29.7763, -0.1383, 0.093, -0.7079
Si, 12.4755, 0.1415, 30.6008, 0.0967, 0.1189, -0.609
Si, 9.5675, 3.5193, 29.6476, 0.2816, 0.1362, -0.6698
Si, 12.7968, 7.0931, 29.6216, 0.0883, 0.4012, -0.5221
Si, 9.851, 9.8269, 29.5695, 0.3171, 0.215, -0.4689
Si, 11.5404, 11.6936, 29.6651, -0.049, -0.3058, -0.5961
Si, 15.154, -1.0321, 30.6701, -0.0028, 0.0636, -0.1807
Si, 17.0722, 1.3463, 29.8452, 0.3418, -0.0973, -0.5988
Si, 15.3481, 4.6514, 29.5398, 0.2919, 0.1616, -0.597
Si, 17.1726, 6.2156, 29.8488, -0.1369, -0.0727, -0.5431
Si, 14.4281, 8.9321, 29.8045, -0.246, -0.1712, -0.6531
Si, 17.9722, 12.8465, 29.7838, 0.0188, 0.0761, -0.0393
Si, 19.68, 14.6077, 29.8125, 0.0024, -0.0128, -0.0115
Si, 23.4493, 1.8137, 30.0199, -0.0177, 0.0105, 0.082
Si, 20.6737, 4.4611, 30.012, -0.0151, 0.0699, 0.0633
Si, 22.3027, 6.3076, 29.8829, -0.2154, -0.1913, -0.479
Si, 20.6352, 9.9924, 29.9802, 0.013, 0.0471, 0.0079
Si, 22.3264, 11.8054, 30.1485, -0.0708, -0.0463, 0.027
Si, 25.9692, -1.0624, 29.9876, -0.0704, -0.0709, -0.6618
Si, 27.8879, 1.3565, 30.6332, -0.3539, 0.4147, -0.2971
Si, 25.0208, 3.6646, 30.0737, -0.0783, -0.1322, -0.5131
Si, 28.8025, 7.234, 29.9609, -0.0294, -0.2562, -0.6588
Si, 25.6284, 9.5081, 29.911, 0.1556, 0.2442, -0.6693
Si, 28.788, 12.3829, 29.8952, -0.2233, -0.1293, -0.6728
Si, 1.3498, 12.0012, 34.2212, 0.0134, -0.1277, -0.0591
Si, 4.2364, -0.9209, 36.8611, 0.0909, 0.0827, 0.0549
Si, 5.1873, 13.859, 32.4429, -0.0938, -0.0413, 0.0451
Si, 5.1812, 3.0997, 38.7771, -0.0097, -0.0029, 0.0975
Si, 9.2754, 11.6768, 33.9737, 0.0243, -0.0734, -0.0897
Si, 7.0085, 0.0146, 36.7281, -0.0547, -0.0689, 0.0009
Si, 33.0954, 10.2849, 31.9091, 0.0201, 0.1112, -0.0893
Si, 13.4948, 5.0903, 31.8141, 0.0135, 0.0159, -0.203
Si, 10.0564, 3.3183, 39.1486, 0.0289, 0.0864, -0.0252
Si, 11.5475, 12.7355, 35.3039, 0.0241, -0.0075, -0.0208
Si, 6.8692, 8.3502, 36.5654, 0.012, 0.0158, -0.0844
Si, 8.4664, 7.9262, 31.6054, -0.0065, 0.0126, -0.184
Si, 1.8298, 7.3698, 31.9394, 0.3523, -0.2392, -0.5937
Si, 13.9965, 5.7534, 36.9669, -0.0808, 0.0796, -0.0293
Si, 10.796, 13.7795, 1.4429, -0.3071, -0.4448, 0.3612
Si, 16.6827, 12.9406, 31.7206, 0.3293, -0.161, -0.473
Si, 10.3133, 6.5618, 33.5158, -0.0019, -0.0007, -0.0259
Si, 9.6516, 3.7365, 32.6634, -0.0971, 0.0455, -0.1401
Si, 18.4754, 2.0675, 32.3939, 0.2448, 0.5727, 0.1685
Si, 20.6172, 12.4465, 34.9375, -0.0179, -0.0591, -0.0644
Si, 18.9644, 6.2341, 32.3903, 0.1031, -0.6247, 0.0131
Si, 22.956, 9.5551, 33.537, -0.0359, -0.0122, -0.0765
Si, 18.7959, 11.4538, 39.0518, 0.0806, -0.1014, -0.1392
Si, 20.1601, -0.5965, 31.8157, -0.1007, -0.2955, -0.5177
Si, 19.9091, 4.0363, 32.3282, 0.0631, 0.0673, 0.075
Si, 27.2839, 10.8836, 32.2195, -0.0488, -0.0481, 0.0211
Si, 22.6882, 13.944, 36.8608, 0.4526, -0.234, 0.0548
Si, 30.7775, 0.2921, 37.3895, 0.0175, 0.0203, 0.0502
Si, 28.358, 8.9773, 34.4861, -0.0524, -0.0284, 0.0669
Si, 33.5761, 2.3168, 34.2405, -0.0499, -0.004, 0.0455
Si, 27.9599, 6.5858, 38.8154, -0.0373, 0.1128, 0.0693
Si, 30.5858, 0.7142, 0.4692, -0.0845, -0.0548, -0.0494
Si, 4.9808, 3.0349, 31.1201, 0.0508, 0.3809, -0.4088
Si, 24.4778, 14.7776, 32.6058, -0.0784, 0.0677, -0.0163
Si, 30.7356, 4.5019, 32.9245, 0.1204, -0.1338, -0.0665
Si, 9.8, 7.874, 36.1197, 0.0509, -0.0162, 0.0901
Si, 1.9615, 0.6616, 32.0469, 0.0727, 0.1222, -0.3192
Si, 31.0756, 10.3215, 0.9722, 0.1725, -0.0893, 0.5841
Si, 6.4506, 7.2962, 33.6233, 0.0505, -0.0597, 0.0047
Si, 6.0044, 13.8741, 35.4513, 0.0362, 0.0046, -0.051
Si, 31.4672, 0.3625, 34.4982, 0.0514, 0.1223, -0.0501
Si, 33.0518, 14.5952, 32.7782, -0.105, -0.0339, -0.0308
Si, 3.4865, 0.9881, 34.5897, -0.0424, 0.0198, -0.0395
Si, 33.3053, 5.3874, 34.2327, 0.0241, 0.0865, -0.1037
Si, 4.0571, 8.4024, 31.9847, -0.0456, -0.1284, -0.655
Si, 12.4105, 16.0804, 0.0121, 0.0192, 0.0117, 0.1828
Si, 12.1778, -0.8309, 36.7893, -0.0585, 0.0897, 0.0689
Si, 12.1805, 2.4252, 32.8093, 0.0539, -0.1005, -0.0354
Si, 15.353, 3.0312, 37.3874, -0.0742, -0.0986, -0.0759
Si, 20.7214, 2.6518, 36.7832, 0.1588, 0.0338, 0.0381
Si, 15.7541, 9.7349, 2.5576, 0.3962, 0.2747, 0.5132
Si, 16.8995, 0.3782, 34.5871, 0.076, 0.1394, -0.0932
Si, 11.8314, 11.7611, 32.6306, -0.0282, 0.0683, 0.0881
Si, 9.1286, 12.5679, 0.3771, 0.4482, 0.2973, 0.2781
Si, 17.9541, 1.5242, 37.1736, -0.0311, -0.1531, 0.1511
Si, 24.9741, 5.6812, 0.3877, 0.0304, -0.0319, 0.1011
Si, 15.329, 9.0896, 34.7183, -0.005, -0.0544, 0.089
Si, 26.4719, 8.278, 36.7685, -0.08, 0.0284, -0.0151
Si, 14.6773, 10.6064, 32.3293, 0.0418, -0.0629, -0.1443
Si, 18.4518, 14.0559, 33.8309, 0.004, 0.0709, -0.0197
Si, 19.4512, 6.1647, 0.1603, 0.0936, -0.0873, 0.0573
Si, 25.8426, 10.7451, 38.5356, 0.0773, 0.023, -0.0512
Si, 21.6651, 8.3782, 0.5164, 0.047, -0.0232, -0.0208
Si, 28.1059, 0.8074, 36.3085, 0.0042, 0.0032, -0.0399
Si, 29.1554, 1.8218, 33.5114, -0.1121, -0.0463, -0.1109
Si, 22.6662, 2.2668, 0.966, 0.2204, -0.3482, 0.3616
Si, 22.8756, 0.5123, 37.4861, 0.145, -0.025, 0.061
Si, 28.2302, 6.3382, 32.7832, -0.1438, 0.0605, 0.0849
Si, 30.9494, 6.6807, 38.186, 0.0376, 0.1725, -0.0725
Si, 22.8766, 0.9775, 32.1785, 0.1798, 0.3434, -0.5269
Si, 14.3311, 8.786, 37.3939, 0.0067, -0.0568, -0.07
Si, 33.0487, 10.97, 36.8617, -0.1234, -0.0864, 0.033
Si, 33.0894, 2.354, 38.2053, -0.0684, 0.006, 0.0838
Si, 24.1404, 7.6136, 31.6285, -0.236, -0.0621, 0.08
Si, 25.5136, 1.7562, 37.9051, -0.0392, -0.1025, 0.0837
Si, 27.5612, 14.0483, 36.4031, -0.0822, -0.0029, 0.1109
Si, 5.9065, 2.5169, 35.7487, 0.0169, -0.0057, 0.0637
Si, 33.4072, 5.1236, 37.2295, 0.0225, 0.0231, 0.0566
Si, 9.6852, 0.6017, 38.1999, 0.0051, -0.0548, 0.0381
Si, 30.7318, 9.1139, 36.4878, 0.0064, 0.101, 0.0282
Si, 1.7744, 7.0533, 0.0394, 0.024, 0.0297, -0.0546
Si, 4.8523, 7.9327, 38.8806, -0.0153, 0.1185, 0.114
Si, 21.7499, 3.5448, 33.8538, -0.053, 0.7042, -0.3593
Si, 2.4007, 9.7048, 38.7854, -0.0849, 0.0639, 0.1471
Si, 7.971, 13.2032, 31.705, -0.0175, -0.1949, -0.1333
Si, 13.7757, 4.806, 1.1827, 0.6041, -0.1474, 0.2952
Si, 13.9872, 1.1855, 35.1329, 0.1342, -0.0084, 0.0545
Si, 4.1549, 11.1634, 33.3439, -0.0255, 0.0719, 0.0327
Si, 6.7174, 10.9267, 35.1486, -0.06, 0.048, -0.0137
Si, 11.2712, 6.0349, 38.2192, -0.0604, -0.0007, -0.0178
Si, 13.3937, 6.7328, 34.1435, 0.076, -0.0086, 0.038
Si, 11.6088, 10.148, 36.7384, 0.0684, 0.0233, 0.0203
Si, 13.3167, 10.5558, 1.1701, -0.3621, 0.1135, 0.3985
Si, 23.9332, 6.7226, 36.935, -0.4842, 0.3474, 0.0345
Si, 17.3319, 1.3031, 0.3963, -0.0147, 0.2433, 0.5882
Si, 19.5955, 15.5153, 0.2986, 0.1867, -0.0351, 0.6294
Si, 23.0221, 5.4051, 34.6496, -0.4642, -0.3464, -0.1931
Si, 22.3055, 8.0193, 35.9084, 0.2617, -0.4228, 0.4089
Si, 6.7002, 4.1527, 33.4232, -0.0657, -0.0408, -0.1145
Si, 20.1649, 8.9247, 32.0532, 0.07, 0.3931, -0.5071
Si, 18.2459, 8.3588, 34.2252, 0.1536, 0.1225, -0.0156
Si, 19.8259, 9.7711, 36.4877, 0.0396, 0.082, 0.1082
Si, 22.5106, 12.3093, 32.5189, -0.0486, -0.1434, -0.5162
Si, 25.5226, 5.2905, 32.6323, -0.0701, -0.0605, 0.0135
Si, 26.1585, 12.9692, 34.1966, -0.0028, -0.0021, -0.0319
Si, 2.1984, 0.0093, 38.9018, -0.0088, 0.1216, -0.0823
Si, 28.4021, 12.4878, 38.8273, -0.0476, -0.0526, -0.0522
Si, 24.7971, 12.9948, 36.722, -0.4088, 0.326, -0.0297
Si, 31.2401, 1.3758, 11.0062, -0.0086, -0.0079, 0.0099
Si, 1.3621, 4.0823, 10.9412, 0.0095, 0.0009, -0.0057
Si, 31.2689, 6.7805, 10.9784, -0.0009, -0.0011, 0.0006
Si, 1.3348, 9.5048, 10.9954, -0.0133, -0.0136, 0.0012
Si, 31.2406, 12.247, 11.0312, -0.006, -0.0151, 0.0055
Si, 1.3509, 15.0002, 10.9886, 0.0046, 0.0047, 0.0034
Si, 4.0723, 1.3511, 10.8705, -0.0145, -0.0087, -0.0047
Si, 6.7845, 4.0385, 10.8536, 0.0191, 0.0005, 0.0077
Si, 4.066, 6.7659, 10.9186, 0.0099, 0.0081, 0.0008
Si, 6.8053, 9.485, 10.8861, -0.0016, 0.001, 0.0055
Si, 4.0816, 12.2285, 10.9509, -0.0153, -0.0147, 0.002
Si, 6.8011, 14.9415, 10.8362, 0.0025, -0.0116, -0.0032
Si, 9.5188, 1.3149, 10.8083, -0.0084, 0.0021, -0.004
Si, 12.2647, 4.0613, 10.8052, -0.0135, 0.006, -0.0037
Si, 9.5089, 6.7891, 10.8274, 0.0181, 0.0062, 0.0181
Si, 12.2291, 9.486, 10.7754, -0.0063, -0.0282, 0.0121
Si, 9.5361, 12.2031, 10.7921, -0.0035, 0.0142, -0.0063
Si, 12.2548, 14.9305, 10.7993, 0.0103, 0.0158, 0.0006
Si, 15.0174, 1.3375, 10.8322, -0.0029, -0.0027, 0.0129
Si, 17.717, 4.0801, 10.8017, -0.0164, -0.0076, -0.0074
Si, 14.9671, 6.8018, 10.7857, -0.0138, 0.0138, 0.0055
Si, 17.7154, 9.5399, 10.8026, 0.0176, 0.0169, 0.0009
Si, 14.9612, 12.2272, 10.8053, -0.0045, -0.0218, 0.0059
Si, 17.7298, 14.9729, 10.8388, -0.0043, 0.0153, 0.0075
Si, 20.4262, 1.3605, 10.8374, -0.0098, -0.0036, 0.0007
Si, 23.1054, 4.0875, 10.9192, -0.0085, -0.0177, 0.0042
Si, 20.436, 6.807, 10.8496, 0.0048, 0.0117, -0.0023
Si, 23.1468, 9.5339, 10.8957, -0.0048, -0.0011, 0.0045
Si, 20.4227, 12.2692, 10.8333, -0.0004, 0.0007, 0.0041
Si, 23.1033, 14.9786, 10.8668, 0.005, 0.0026, 0.0001
Si, 25.8042, 1.3877, 10.9238, 0.0048, 0.0036, 0.0023
Si, 28.5356, 4.0981, 10.9644, 0.0056, -0.0086, 0.0014
Si, 25.8412, 6.8309, 10.9783, -0.0066, -0.0031, 0.0067
Si, 28.5255, 9.5327, 10.9682, -0.0072, -0.0108, -0.008
Si, 25.8141, 12.2578, 10.9276, 0.001, 0.0116, -0.0035
Si, 28.5246, 14.9786, 10.9811, 0.0041, 0.0108, 0.0067
Si, 29.8803, 0.0098, 12.3449, -0.0041, 0.0086, 0.0028
Si, 32.6303, 2.7369, 12.3155, 0.004, -0.0068, -0.0009
Si, 29.9014, 5.4355, 12.333, 0.0046, 0.0089, 0.0045
Si, 32.6045, 8.1538, 12.3399, -0.0044, 0.0166, 0.0015
Si, 29.8752, 10.878, 12.3515, 0.0031, 0.0054, 0.003
Si, 32.6226, 13.6237, 12.3342, -0.0051, 0.003, -0.0057
Si, 2.7268, 0.0321, 12.2983, -0.0062, -0.002, 0.0086
Si, 5.4305, 2.7001, 12.2358, 0.0052, 0.0037, -0.0051
Si, 2.7056, 5.4369, 12.3011, -0.0092, 0.0109, 0.0021
Si, 5.4362, 8.1356, 12.2509, 0.0125, -0.0043, 0.0038
Si, 2.7143, 10.8725, 12.3105, 0.0146, -0.0129, 0.0016
Si, 5.4518, 13.6087, 12.2515, -0.009, 0.0083, 0.0042
Si, 8.1633, -0.023, 12.1946, 0.0023, -0.0032, 0.0019
Si, 10.8898, 2.696, 12.1558, 0.0014, -0.0122, -0.0065
Si, 8.1508, 5.4207, 12.1906, -0.0195, 0.0109, -0.0057
Si, 10.8867, 8.1419, 12.173, -0.0009, 0.0034, 0.0067
Si, 8.1773, 10.8701, 12.1976, 0.0026, -0.0192, -0.0014
Si, 10.8979, 13.5647, 12.1605, 0.02, -0.0161, -0.0038
Si, 13.6229, -0.0211, 12.1619, -0.0035, 0.0029, -0.0021
Si, 16.3687, 2.7183, 12.1817, 0.0076, -0.02, -0.0051
Si, 13.6238, 5.4324, 12.1617, 0.0062, -0.0055, 0.002
Si, 16.3442, 8.1631, 12.1484, -0.0159, -0.0081, -0.0052
Si, 13.6006, 10.8522, 12.1469, -0.0127, 0.0109, -0.0031
Si, 16.3413, 13.5935, 12.1622, -0.0064, 0.0096, -0.0106
Si, 19.0741, 0.0083, 12.2131, 0, -0.0016, 0.0122
Si, 21.7564, 2.7098, 12.2491, 0.0089, 0.0047, 0.006
Si, 19.0624, 5.441, 12.1907, -0.004, -0.0032, -0.0051
Si, 21.7818, 8.1629, 12.2355, 0.0045, -0.0086, 0.0022
Si, 19.0649, 10.8943, 12.1871, -0.0066, 0.0045, -0.0045
Si, 21.7641, 13.6118, 12.2342, -0.009, 0.0078, -0.0013
Si, 24.4591, 0.0028, 12.2637, -0.0063, -0.0026, -0.0051
Si, 27.1681, 2.7304, 12.3029, -0.0047, 0.0091, -0.0037
Si, 24.4702, 5.4433, 12.288, 0.0039, -0.0019, 0.0007
Si, 27.1878, 8.1802, 12.3417, -0.0025, 0.0031, 0.0093
Si, 24.4757, 10.8901, 12.2876, 0.0076, -0.0156, 0.0024
Si, 27.1674, 13.6035, 12.3127, 0.0124, -0.0153, -0.0003
Si, 31.2473, 14.9668, 13.6887, 0.0012, -0.0014, -0.0005
Si, 1.3449, 1.3674, 13.66, 0.0107, 0.0025, 0.0025
Si, 31.2611, 4.0787, 13.6843, -0.0041, -0.0027, -0.0042
Si, 1.3381, 6.7873, 13.6683, -0.0021, -0.0022, -0.0011
Si, 31.2429, 9.5156, 13.6932, -0.0103, -0.0202, 0.0045
Si, 1.3406, 12.2355, 13.6616, 0.0028, -0.0061, -0.0074
Si, 4.0788, 14.956, 13.6201, 0.0073, 0.0045, -0.0008
Si, 6.8015, 1.3332, 13.5698, -0.0115, -0.0118, 0.0005
Si, 4.0733, 4.0566, 13.6178, -0.0035, -0.0057, -0.0007
Si, 6.8014, 6.7683, 13.5824, 0.0004, 0.0022, -0.0001
Si, 4.0766, 9.4921, 13.6294, -0.0026, -0.004, 0.0001
Si, 6.8126, 12.2221, 13.5755, 0.0072, 0.0061, -0.0076
Si, 9.5366, 14.9301, 13.5308, -0.0048, -0.0056, -0.0034
Si, 12.2617, 1.3466, 13.5189, 0.0093, 0.0042, -0.0016
Si, 9.5284, 4.0552, 13.5293, -0.0017, 0.0026, -0.0093
Si, 12.2593, 6.7857, 13.5253, -0.0055, 0.0006, 0.0073
Si, 9.5364, 9.5036, 13.5456, 0.0114, 0.0109, 0.0066
Si, 12.2599, 12.216, 13.5244, -0.0054, -0.0049, 0.0092
Si, 14.987, 14.9505, 13.53, -0.0091, -0.0017, 0.0051
Si, 17.7153, 1.368, 13.5656, 0.0038, 0.0079, 0.0061
Si, 14.9949, 4.0811, 13.527, 0.0042, 0.0103, -0.0019
Si, 17.7001, 6.8092, 13.5364, 0.0017, 0.0044, -0.0024
Si, 14.9813, 9.5133, 13.5153, -0.0022, 0.0024, 0.002
Si, 17.7022, 12.2485, 13.5446, -0.0048, -0.0067, -0.0022
Si, 20.4188, 14.9734, 13.5958, -0.0035, 0.0043, 0.002
Si, 23.1166, 1.3661, 13.6291, -0.0099, 0.0098, 0.0032
Si, 20.4061, 4.0888, 13.5887, -0.0047, -0.0189, 0.0017
Si, 23.1201, 6.8139, 13.6332, 0.004, 0.0024, -0.0031
Si, 20.4169, 9.5361, 13.5726, -0.0007, 0.0048, -0.0043
Si, 23.1149, 12.2598, 13.6246, -0.0037, 0.0021, -0.0028
Si, 25.8104, 14.9736, 13.6541, 0.0018, 0.004, -0.0001
Si, 28.5179, 1.374, 13.6823, 0.0005, -0.0079, 0.0003
Si, 25.8232, 4.0919, 13.6636, 0.0039, 0.0083, -0.0011
Si, 28.5463, 6.8075, 13.6858, 0.006, 0.0086, 0.0012
Si, 25.8235, 9.5435, 13.677, 0.0143, 0.0056, 0.0049
Si, 28.519, 12.2505, 13.6901, -0.0058, -0.0108, 0.0056
Si, 32.6155, 0.0095, 15.0218, -0.0027, -0.0003, -0.0003
Si, 2.7046, 2.7252, 14.9998, -0.0043, 0.0054, 0.0031
Si, 32.6127, 5.4422, 15.0372, 0.0008, 0.0086, 0.0057
Si, 2.7024, 8.1534, 15.003, 0.0024, 0.0098, 0.0043
Si, 32.611, 10.8842, 15.0279, -0.0039, 0.0069, 0.0011
Si, 2.7073, 13.603, 14.99, 0.0026, 0.0078, -0.0007
Si, 5.4405, -0.0032, 14.9559, -0.0013, -0.0003, 0.0041
Si, 8.1663, 2.7054, 14.9067, -0.003, 0.0056, -0.0055
Si, 5.4337, 5.4255, 14.9559, 0.0063, 0.003, 0.0001
Si, 8.1688, 8.1461, 14.9094, -0.0032, -0.002, -0.0067
Si, 5.4425, 10.8711, 14.9502, -0.0001, -0.0043, 0.0028
Si, 8.1756, 13.5871, 14.9137, -0.0002, -0.004, 0.0015
Si, 10.8998, -0.0173, 14.8788, 0.0024, 0.0001, -0.007
Si, 13.6293, 2.7118, 14.8762, -0.0009, 0.0005, -0.0037
Si, 10.8954, 5.4214, 14.881, 0.0012, 0, -0.0057
Si, 13.6289, 8.1485, 14.8798, -0.0005, -0.0129, -0.0026
Si, 10.9016, 10.8647, 14.8934, -0.0004, -0.0006, 0.0014
Si, 13.6256, 13.5842, 14.8798, 0.0084, -0.0111, -0.0058
Si, 16.3482, -0.0074, 14.9001, 0.0007, 0.0025, -0.0074
Si, 19.066, 2.7194, 14.9481, -0.0059, 0.009, 0.0015
Si, 16.3534, 5.4388, 14.8995, -0.009, -0.0087, -0.0007
Si, 19.0615, 8.1616, 14.9186, -0.0045, 0.0035, -0.0032
Si, 16.3437, 10.8746, 14.8881, -0.0058, 0.0008, -0.0063
Si, 19.0563, 13.6001, 14.9326, -0.0015, 0.0036, -0.0017
Si, 21.7693, 0.0005, 14.9851, 0.0045, -0.0128, 0.0033
Si, 24.4711, 2.7198, 15.0104, 0.0085, -0.0063, -0.0039
Si, 21.7667, 5.4383, 14.9738, 0.0019, 0.0034, -0.007
Si, 24.4713, 8.1655, 15.0162, -0.003, -0.0037, -0.0023
Si, 21.7642, 10.8842, 14.9695, -0.0043, -0.0031, 0.0005
Si, 24.4659, 13.6074, 15.0143, 0.0013, -0.0054, 0.0004
Si, 27.1672, 0.0037, 15.0345, 0.0023, 0.0058, 0.0048
Si, 29.8905, 2.7235, 15.0375, 0.0032, -0.0004, 0.0037
Si, 27.1811, 5.4459, 15.0334, 0.0063, -0.0026, -0.0004
Si, 29.8897, 8.1635, 15.0582, 0.0044, 0.0024, 0.0114
Si, 27.1726, 10.8918, 15.0545, -0.0033, -0.0015, 0.0074
Si, 29.8864, 13.6054, 15.0444, 0.0012, -0.0047, -0.0044
Si, 31.2476, 1.3564, 16.3896, 0.0021, -0.0018, 0.0029
Si, 1.3353, 4.0699, 16.3714, 0.0018, -0.0072, 0.0017
Si, 31.25, 6.7982, 16.4041, -0.0056, -0.0025, 0.0031
Si, 1.3314, 9.5094, 16.367, 0.0039, -0.0086, 0.0007
Si, 31.2435, 12.2368, 16.3951, -0.0011, -0.001, 0.0018
Si, 1.3311, 14.9497, 16.3573, 0.0004, -0.0033, -0.003
Si, 4.0658, 1.3442, 16.3225, -0.0016, -0.0033, -0.0043
Si, 6.8012, 4.0546, 16.2838, -0.0061, 0.0003, 0.0001
Si, 4.0647, 6.7747, 16.3304, -0.0023, -0.0085, -0.0011
Si, 6.8027, 9.4937, 16.2828, 0.0157, -0.005, -0.0046
Si, 4.0673, 12.2212, 16.319, 0.0017, -0.0018, -0.0001
Si, 6.8034, 14.9378, 16.279, -0.0045, 0.0002, -0.0096
Si, 9.5352, 1.3378, 16.2453, -0.0042, -0.0042, -0.0049
Si, 12.2665, 4.0687, 16.236, -0.0019, 0.0071, -0.0003
Si, 9.5362, 6.7801, 16.2474, -0.003, 0.0038, -0.0048
Si, 12.2722, 9.5089, 16.2407, -0.0007, 0.0073, 0
Si, 9.5383, 12.2201, 16.2541, 0.0025, -0.0039, -0.0019
Si, 12.2652, 14.9472, 16.2355, 0.0026, 0.001, -0.0011
Si, 14.9913, 1.3605, 16.247, -0.0003, -0.0009, -0.0002
Si, 17.711, 4.0908, 16.2855, 0.0057, -0.005, 0.0026
Si, 14.9931, 6.7999, 16.2504, 0.0013, 0.008, 0.0001
Si, 17.7081, 9.5304, 16.2679, -0.0048, -0.0004, -0.0055
Si, 14.9926, 12.2388, 16.2464, -0.004, 0.0032, 0.0036
Si, 17.7064, 14.968, 16.2845, -0.0056, 0.0022, 0.0045
Si, 20.4204, 1.3708, 16.3344, 0.001, 0.0081, 0.002
Si, 23.1233, 4.0906, 16.3622, 0.0011, 0.0003, 0.002
Si, 20.4161, 6.8161, 16.3139, -0.0025, -0.0028, -0.0016
Si, 23.1174, 9.5366, 16.3607, 0.004, 0.0028, -0.0009
Si, 20.4129, 12.2543, 16.3198, -0.0044, 0.0028, 0.0003
Si, 23.1197, 14.9735, 16.3729, -0.0007, 0.0063, 0.0027
Si, 25.8208, 1.3693, 16.3962, -0.005, 0.0064, 0.0067
Si, 28.535, 4.0858, 16.3999, 0.0026, 0.0069, 0.001
Si, 25.8274, 6.8103, 16.3906, 0.0038, 0.0049, -0.0006
Si, 28.5289, 9.5271, 16.4153, -0.0025, -0.0005, -0.0007
Si, 25.8178, 12.259, 16.4029, 0.0028, 0.0006, 0.0019
Si, 28.5287, 14.9673, 16.4036, 0.0051, -0.0065, 0.0045
Si, 29.8899, 0.0051, 17.7654, 0.0003, 0.0005, 0.0055
Si, 32.6082, 2.7166, 17.7375, -0.0016, 0.0049, 0.0049
Si, 29.8859, 5.444, 17.7677, 0.0092, 0.0028, 0.0084
Si, 32.6078, 8.1644, 17.7499, 0.0011, 0.0088, 0.0048
Si, 29.8865, 10.8877, 17.7751, 0.0008, -0.0031, 0.0033
Si, 32.6039, 13.6048, 17.7372, 0.0002, -0.0006, 0.0016
Si, 2.6931, -0.0029, 17.6897, 0.0023, 0.0031, 0.0028
Si, 5.4265, 2.7121, 17.6551, 0.0012, -0.0092, 0.0009
Si, 2.6954, 5.4344, 17.7105, 0.0007, 0.0063, 0.0059
Si, 5.4335, 8.1457, 17.6564, -0.0027, 0.0061, -0.0035
Si, 2.6958, 10.8785, 17.6994, -0.0046, 0.0044, 0.0016
Si, 5.4316, 13.5918, 17.6478, 0.0142, 0.0108, 0.0014
Si, 8.167, -0.0148, 17.6104, -0.009, -0.0055, -0.0047
Si, 10.9043, 2.7031, 17.5881, 0.0033, 0.0026, -0.0067
Si, 8.1695, 5.4277, 17.612, 0.0055, 0.0039, -0.0067
Si, 10.9066, 8.145, 17.5879, -0.0044, -0.011, -0.0065
Si, 8.1723, 10.8614, 17.6116, -0.0054, 0.0072, -0.0012
Si, 10.9027, 13.5879, 17.5931, -0.0054, -0.0031, 0.0017
Si, 13.6314, -0.0102, 17.5903, 0.0018, 0.0065, -0.0044
Si, 16.356, 2.7114, 17.6212, -0.0046, 0.0078, -0.0031
Si, 13.6319, 5.4304, 17.5948, 0, -0.0072, -0.0002
Si, 16.3574, 8.1604, 17.6149, 0.0024, -0.001, -0.0023
Si, 13.6349, 10.8749, 17.594, 0.004, -0.0041, -0.003
Si, 16.3487, 13.595, 17.6237, -0.0006, -0.0058, -0.0016
Si, 19.0624, -0.0039, 17.6741, 0.0018, 0.0022, -0.0003
Si, 21.7809, 2.7185, 17.7182, -0.001, -0.0019, 0.0006
Si, 19.0729, 5.4416, 17.6643, -0.0054, 0.0021, 0.0021
Si, 21.769, 8.1633, 17.7086, -0.0016, -0.0037, -0.0007
Si, 19.0594, 10.8809, 17.6605, -0.0094, -0.0029, -0.0037
Si, 21.763, 13.6029, 17.716, 0.0039, -0.0032, 0.0006
Si, 24.4735, 0.0045, 17.7595, 0.0002, -0.0107, 0.0088
Si, 27.1813, 2.726, 17.7659, 0.0083, -0.0056, 0.0009
Si, 24.4799, 5.4415, 17.7476, 0.0085, 0.0071, -0.0018
Si, 27.1718, 8.1649, 17.7742, 0.0025, 0.0017, 0.0053
Si, 24.4637, 10.8882, 17.7522, -0.0055, -0.0035, 0.003
Si, 27.1787, 13.6099, 17.7769, -0.0091, -0.0002, 0.0034
Si, 31.249, 14.9599, 19.1225, 0.0032, -0.0052, 0.0041
Si, 1.3304, 1.3404, 19.0731, 0.0006, -0.0072, -0.0058
Si, 31.246, 4.0691, 19.1098, 0.0056, -0.0031, -0.0041
Si, 1.3265, 6.784, 19.084, -0.0005, -0.0046, 0.0047
Si, 31.2408, 9.5158, 19.1271, -0.0022, -0.0051, 0.003
Si, 1.3205, 12.2264, 19.0738, -0.0006, 0.0038, 0.0008
Si, 4.0527, 14.9387, 19.0137, -0.0062, 0.0008, -0.0036
Si, 6.7924, 1.3312, 18.9709, 0.0022, 0.0005, 0.0005
Si, 4.0576, 4.0525, 19.0362, -0.0003, 0.0031, -0.001
Si, 6.8007, 6.7699, 18.9845, 0.004, -0.0057, -0.0002
Si, 4.0612, 9.4964, 19.0233, 0.007, -0.0044, -0.0018
Si, 6.8006, 12.2137, 18.9664, -0.0049, -0.012, -0.0063
Si, 9.5297, 14.937, 18.9467, -0.0023, 0.0086, 0.0034
Si, 12.2701, 1.3464, 18.9407, -0.0016, -0.0121, 0.0069
Si, 9.5414, 4.0621, 18.9418, -0.0106, -0.0015, 0.0044
Si, 12.2745, 6.7975, 18.9428, -0.008, 0.0156, 0.0079
Si, 9.5431, 9.4974, 18.9462, 0.0075, -0.0008, -0.0023
Si, 12.2721, 12.2344, 18.9421, -0.0013, -0.0043, -0.0018
Si, 14.989, 14.963, 18.9646, -0.0036, 0.0076, 0.0005
Si, 17.7048, 1.3644, 19.0158, -0.0009, 0.003, 0.0052
Si, 14.9986, 4.0785, 18.9577, 0.0104, -0.0054, -0.0004
Si, 17.7187, 6.8189, 18.9969, -0.0075, 0.0025, -0.0015
Si, 15.0055, 9.5332, 18.9572, -0.0056, -0.0004, -0.0012
Si, 17.71, 12.2554, 19.0072, 0.0025, 0.0039, 0.0013
Si, 20.4168, 14.9753, 19.0699, -0.0067, -0.002, 0.0003
Si, 23.1273, 1.3729, 19.1211, 0.0027, 0.0092, 0.0083
Si, 20.4289, 4.0939, 19.0556, 0.0066, 0.0014, -0.0004
Si, 23.1277, 6.8142, 19.0968, 0.0051, -0.0054, -0.0017
Si, 20.4175, 9.5408, 19.0511, -0.0019, 0.0059, 0.0019
Si, 23.1129, 12.257, 19.1088, -0.0024, 0.0067, -0.0002
Si, 25.8299, 14.9752, 19.1434, 0.009, 0.0032, 0.0074
Si, 28.5341, 1.3654, 19.137, -0.0046, 0.0088, -0.0026
Si, 25.8335, 4.0892, 19.1359, 0, -0.0014, -0.0036
Si, 28.5261, 6.8012, 19.1406, 0.0007, 0.0063, 0.0004
Si, 25.8171, 9.5345, 19.1335, -0.0036, 0.0085, 0.0006
Si, 28.533, 12.25, 19.1502, 0.0026, -0.0049, 0.0044
Si, 32.6185, 0.0013, 20.4716, 0.0015, 0.014, 0.0019
Si, 2.6894, 2.7023, 20.4145, -0.0181, -0.0084, -0.0022
Si, 32.6034, 5.4267, 20.4612, -0.0114, 0.0002, 0.006
Si, 2.6996, 8.1517, 20.4077, 0.0018, 0.0136, 0.0099
Si, 32.5984, 10.888, 20.4705, 0.0053, -0.0045, 0.0044
Si, 2.6844, 13.6016, 20.3977, 0.0122, -0.0032, -0.005
Si, 5.4187, -0.0145, 20.3387, 0.0039, -0.007, -0.0065
Si, 8.1688, 2.6994, 20.2851, -0.0082, 0.0002, -0.0159
Si, 5.4367, 5.4146, 20.3568, -0.013, -0.0086, 0.001
Si, 8.1769, 8.1426, 20.3016, -0.0025, 0.0061, 0.0058
Si, 5.4313, 10.8755, 20.3371, 0.026, 0.0209, -0.0053
Si, 8.1685, 13.5699, 20.3012, -0.0061, -0.0045, -0.0038
Si, 10.8991, -0.02, 20.2792, -0.0064, -0.0003, -0.0046
Si, 13.6476, 2.6978, 20.2917, -0.0001, 0.0257, -0.0107
Si, 10.9146, 5.4242, 20.2804, -0.0016, -0.0046, -0.0009
Si, 13.6409, 8.1707, 20.2884, 0.0123, 0.0017, -0.0001
Si, 10.9142, 10.8628, 20.2817, 0.0012, 0.0099, -0.0001
Si, 13.6233, 13.6004, 20.302, 0.0002, -0.01, -0.0043
Si, 16.3446, -0.0156, 20.3528, -0.0025, -0.0042, -0.001
Si, 19.0699, 2.7191, 20.3891, 0.0058, 0.0118, -0.0037
Si, 16.3567, 5.4444, 20.32, -0.0011, -0.0021, -0.009
Si, 19.0686, 8.1671, 20.3905, -0.0072, -0.0111, 0.0023
Si, 16.3506, 10.8888, 20.3431, -0.007, -0.0019, 0.0011
Si, 19.0561, 13.6024, 20.4072, -0.0068, -0.0001, 0.0014
Si, 21.7654, 0.0046, 20.4699, 0.0019, -0.01, 0.0046
Si, 24.4913, 2.7233, 20.5069, 0.0125, 0.007, 0.0064
Si, 21.7894, 5.4351, 20.4499, -0.0016, 0.0062, -0.0005
Si, 24.4628, 8.1727, 20.4967, 0.0041, -0.001, -0.0004
Si, 21.751, 10.8945, 20.4588, -0.0017, -0.0098, 0.0046
Si, 24.4687, 13.6082, 20.4949, -0.011, -0.0111, -0.0109
Si, 27.1828, 0.0173, 20.5232, -0.0014, -0.0062, 0.0015
Si, 29.895, 2.7234, 20.498, 0.004, -0.002, -0.0026
Si, 27.1813, 5.444, 20.5244, 0.008, 0.0058, 0.0035
Si, 29.879, 8.1611, 20.5061, 0.0059, 0.0004, 0.0007
Si, 27.1693, 10.8887, 20.516, -0.0057, -0.0031, -0.0005
Si, 29.8889, 13.6202, 20.5137, -0.0025, 0.0021, 0.0039
O, 0.1744, 14.2352, 1.8552, -0.0842, 0.0724, -0.5858
O, 1.1837, 1.2966, 3.6877, -0.1668, -0.1102, -0.603
O, 3.217, 2.8329, 2.876, 0.5648, 0.6666, -0.0441
O, 29.5094, 6.1604, 38.6735, -0.0028, -0.5913, 0.2307
O, 0.7921, 12.0294, 3.2571, 0.3354, -0.1485, -0.064
O, 2.6416, 13.7577, 2.7345, 0.2201, -0.0216, -0.5366
O, 6.5598, 1.242, 2.1991, -0.2425, 0.4797, 0.0084
O, 1.7866, 1.9325, 0.9485, -0.4554, -0.3262, 0.485
O, 5.442, 5.6259, 2.6123, -0.4137, -0.2006, -0.1969
O, 5.4935, 12.4376, 1.8259, -0.5334, 0.0877, -0.0211
O, 11.2192, 6.7347, 1.4336, -0.5503, 0.3158, -0.3233
O, 12.6688, 7.2843, 3.37, -0.5187, -0.4515, 0.3231
O, 10.2796, 9.6554, 2.8243, -0.0333, -0.4266, -0.0753
O, 17.1308, 6.4901, 3.121, 0.1348, -0.0606, 0.2606
O, 19.1347, 8.1096, 2.7181, 0.4579, 0.2001, -0.5251
O, 15.2544, 13.8277, 38.7989, 0.0944, -0.0403, -0.6047
O, 17.3536, 12.1963, 38.8702, -0.1369, -0.2778, -0.3975
O, 23.4974, 12.5912, 3.3162, 0.049, -0.2705, 0.161
O, 25.6445, 14.2246, 3.1187, 0.0867, -0.2544, 0.1795
O, 27.23, 0.0325, 2.8976, 0.4733, 0.2275, -0.5598
O, 27.5959, 7.9426, 2.3729, -0.1252, 0.0692, -0.4276
O, 28.6574, 12.3406, 3.7951, 0.1285, -0.0516, -0.3916
O, 30.6337, 14.0686, 3.2681, 0.1417, -0.1653, -0.2712
O, 31.1395, -0.5833, 29.9257, 0.4654, 0.3723, 0.1548
O, 29.2878, 1.1019, 29.8574, 0.1537, 0.2635, 0.1418
O, 3.5437, 9.841, 29.4762, -0.0227, -0.0599, -0.086
O, 9.9859, 4.1117, 31.1064, 0.0363, 0.1764, 0.1047
O, 13.6337, -0.8486, 31.1893, -0.2263, -0.395, 0.5926
O, 15.1228, 14.5096, 29.2493, -0.3537, 0.2169, -0.0278
O, 1.4249, -0.853, 31.8825, 0.1891, -0.3657, -0.3524
O, 28.3127, 11.6537, 31.2617, 0.481, -0.1707, 0.3745
O, 2.6723, 13.3943, 30.1587, -0.0897, 0.0248, 0.1377
O, 14.6105, 9.367, 38.8577, -0.2348, 0.3336, 0.0491
O, 8.4241, 8.1077, 36.9216, 0.1225, -0.1737, 0.6624
O, 8.907, 0.1059, 2.1478, 0.048, -0.196, -0.1238
O, 1.7883, 1.449, 38.2963, 0.3085, 0.3744, -0.2017
O, 2.1444, 1.7122, 35.1193, -0.0901, -0.1263, 0.5265
O, 10.2735, 4.8048, 38.55, -0.3529, 0.0564, -0.2193
O, 9.0288, 14.0311, 30.8487, -0.2354, 0.0169, 0.1184
O, 10.9839, -0.5338, 30.5879, 0.0582, -0.0143, 0.2926
O, 4.8152, 13.9211, 36.5593, -0.2019, -0.5291, 0.3291
O, 9.0729, 11.1036, 1.0608, 0.0681, -0.0732, -0.1004
O, 12.5818, 6.1329, 30.9548, -0.5299, -0.1525, 0.0318
O, 9.0011, 9.267, 30.8791, -0.1911, 0.2521, 0.1522
O, 17.6102, 6.3181, 31.4527, -0.1627, -0.0013, 0.2916
O, 11.7894, 14.0893, 36.0988, -0.001, -0.1979, -0.2629
O, 17.5134, 2.3054, 31.1062, 0.0902, 0.4216, -0.1011
O, 15.2814, 10.4097, 33.8056, 0.3468, 0.7191, 0.3255
O, 14.8945, 9.3344, 31.3448, 0.2309, -0.1948, 0.4639
O, 18.8677, 9.275, 33.0101, -0.3264, 0.4082, 0.0342
O, 19.4881, 11.3288, 1.9722, -0.0814, -0.2524, -0.0749
O, 2.0163, 5.6061, 38.1338, 0.0933, 0.4025, -0.0689
O, 31.5861, 4.1553, 31.5843, -0.102, -0.4362, 0.1345
O, 21.183, 9.9046, 0.699, -0.2485, 0.4846, -0.4504
O, 25.2989, 3.9985, 31.6825, 0.1291, -0.4798, 0.3315
O, 27.9813, -0.7746, 36.0211, 0.1498, -0.1731, -0.4985
O, 30.1546, 9.2697, 0.1863, -0.4097, -0.2906, 0.1028
O, 1.2974, 11.3162, 30.9905, 0.0037, -0.018, 0.315
O, 33.6311, 8.7695, 31.995, -0.1573, 0.0067, 0.0071
O, 24.8664, 11.7675, 37.7643, -0.5604, 0.0005, 0.0288
O, 4.0492, 10.3613, 1.0007, -0.3546, -0.0757, 0.0186
O, 6.5163, 10.0027, 1.9151, 0.1779, 0.3011, -0.133
O, 13.0963, 1.9788, 34.0515, 0.2109, 0.3684, 0.2432
O, 13.0808, 10.7624, 32.4925, -0.3458, -0.636, 0.1497
O, 22.2474, 7.9923, 1.9642, 0.0095, 0.3081, 0.352
O, 17.257, 0.4955, 36.1581, 0.0757, -0.5317, 0.2753
O, 12.7866, 8.9843, 1.2651, -0.2902, -0.0715, -0.1336
O, 25.0765, 14.5039, 31.1275, -0.0242, -0.3324, -0.1995
O, 26.3321, 9.9502, 31.3147, 0.0794, -0.2832, 0.0619
O, 24.1627, 1.4153, 37.0792, 0.0357, 0.3399, -0.509
O, 21.9697, 14.0707, 1.7346, 0.329, 0.0343, -0.2459
O, 29.5988, 5.5551, 32.5687, 0.1937, 0.0011, -0.0082
O, 28.4479, 13.6299, 0.1343, 0.2179, 0.1428, 0.4697
O, 25.6267, 14.417, 33.6822, 0.4161, 0.4972, 0.2717
O, 23.2494, 13.7306, 32.7962, -0.1461, 0.0779, -0.0517
O, 8.3428, 2.5123, 30.0246, 0.172, -0.0858, 0.4484
O, 10.5601, 9.2825, 35.8622, -0.02, 0.2943, -0.377
O, 24.6477, 0.0812, 2.1506, -0.2527, -0.169, -0.1085
O, 29.9466, 8.3179, 30.4228, 0.1452, -0.0435, 0.2239
O, 2.9371, 11.6736, 34.2733, 0.2007, 0.1815, 0.1393
O, 24.1479, 6.5906, 38.5418, 0.492, -0.2908, 0.0272
O, 31.9844, 5.4908, 37.8945, -0.4038, -0.4752, 0.3208
O, 22.7842, 6.7531, 31.4126, -0.3076, -0.0149, 0.4234
O, 30.2456, 0.6177, 33.4682, -0.0221, -0.4608, -0.5006
O, 18.6907, 6.822, 33.8962, -0.1024, -0.1826, 0.5142
O, 23.5481, 5.2928, 36.2158, 0.2116, -0.4311, 0.4784
O, 21.5733, 1.4288, 37.3748, 0.0343, -0.137, 0.3527
O, 5.0488, 5.7355, 0.01, 0.0573, 0.2659, -0.4504
O, 10.4654, 10.9851, 33.0898, 0.0175, -0.7785, 0.0356
O, 3.2843, 0.6556, 33.0202, 0.4132, 0.0438, -0.1546
O, 29.3083, 0.9803, 37.3946, 0.0347, 0.533, 0.3652
O, 23.0498, -0.0169, 39.0169, -0.4988, -0.1945, 0.2882
O, 14.0331, 8.1804, 34.4106, -0.5684, 0.2818, 0.0885
O, 12.4445, 0.821, 1.2441, -0.2302, 0.3783, -0.2538
O, 7.67, 13.2769, 0.5752, -0.0504, 0.1961, -0.3606
O, 22.1207, 6.8167, 34.7282, -0.5112, 0.0406, -0.3343
O, 3.6007, 9.8624, 32.5857, -0.6974, 0.3048, 0.0462
O, 23.3725, 11.0628, 33.1371, 0.3417, -0.0234, -0.1861
O, 8.2353, 0.0164, 37.7688, -0.1219, -0.1743, 0.2201
O, 18.0487, 6.7929, 0.6591, -0.529, -0.2136, -0.3414
O, 5.5211, -0.068, 37.4145, -0.1342, 0.2165, 0.3754
O, 12.785, 9.1156, 37.0995, -0.1359, -0.4863, 0.2595
O, 26.4257, 15.1608, 0.7469, -0.2659, 0.4042, -0.0711
O, 30.6229, 15.681, 1.3373, -0.6053, -0.3851, -0.3121
O, 24.049, 8.5345, 32.9332, 0.4061, -0.2399, 0.3949
O, 5.2893, 14.1327, 34.0229, -0.315, 0.426, 0.0547
O, 27.6182, 7.3899, 37.4659, 0.154, -0.306, -0.1929
O, 13.4944, 5.7977, 35.4436, 0.0276, -0.5031, -0.0518
O, 15.2903, 0.5181, 34.4191, 0.0502, -0.0043, -0.38
O, 5.9602, 1.7198, 30.8608, -0.1199, -0.5566, 0.1912
O, 32.213, 9.7271, 36.2091, 0.2744, -0.2885, -0.3535
O, 17.6322, 12.9032, 33.0335, -0.1868, -0.2899, 0.1703
O, 22.7204, -0.7775, 36.5327, -0.1671, 0.1714, -0.645
O, 19.8831, 5.078, 1.2818, -0.1012, -0.232, 0.0685
O, 7.4877, 8.2749, 32.8477, 0.2364, 0.3141, 0.2532
O, 14.7051, 8.8472, 3.3953, 0.1058, 0.1102, 0.0392
O, 29.6423, 6.2675, 1.8292, 0.2353, 0.3557, -0.4494
O, 30.1807, 9.8545, 37.8287, -0.5701, -0.2237, 0.0747
O, 16.2299, 0.1535, 0.1364, -0.2155, 0.0806, -0.1028
O, 27.003, -0.0142, 30.7214, 0.1845, 0.005, 0.3721
O, 12.2463, 11.4237, 35.969, 0.3064, 0.0798, 0.2157
O, 26.1327, 9.2721, 0.8341, -0.2623, 0.4933, -0.1439
O, 23.8459, 6.0519, 1.476, -0.4461, -0.2102, -0.0037
O, 19.1934, 10.3997, 37.8634, -0.2705, -0.075, 0.1643
O, 30.0517, 1.9153, 1.3779, 0.414, -0.0783, 0.0756
O, 12.3706, 4.4007, 1.9135, -0.2664, -0.337, 0.3782
O, 21.4973, 9.2189, 32.9264, 0.0625, -0.1903, 0.1912
O, 17.3073, 12.4523, 1.2904, -0.7369, -0.3206, 0.1742
O, 3.7104, -0.3394, 35.4559, -0.4163, -0.498, -0.1907
O, 27.0306, 5.3285, 33.219, 0.0383, -0.1639, 0.2013
O, 27.3671, 11.2712, 38.5644, 0.2739, -0.3972, -0.0001
O, 27.538, 13.189, 35.0205, 0.3416, -0.3795, -0.076
O, 24.0052, 2.7287, 0.1426, 0.679, -0.2397, 0.2889
O, 24.0742, 0.0262, 32.7831, 0.1826, 0.0823, 0.2034
O, 29.8923, 13.4869, 30.3469, -0.3064, 0.0117, -0.0111
O, 4.294, 14.8188, 31.494, -0.0172, 0.5048, 0.2374
O, 27.9484, 6.9312, 31.3111, -0.451, 0.1806, -0.1039
O, 26.9954, 10.5118, 2.9236, -0.0698, 0.1491, -0.3399
O, 31.7126, 5.2576, 33.9693, -0.2102, 0.1256, 0.4367
O, 21.7014, -0.1419, 32.012, 0.0752, -0.2247, -0.1948
O, 5.2952, 2.8909, 37.1872, -0.0367, -0.0443, 0.1226
O, 16.7549, 8.7483, 1.7556, 0.22, 0.2771, -0.7074
O, 25.6552, 3.3128, 38.2963, -0.3165, 0.5089, -0.3802
O, 8.4866, 2.0599, 0.5732, 0.1277, 0.2037, -0.0437
O, 6.5976, 9.9396, 36.4103, -0.2844, 0.4111, 0.5895
O, 24.3876, 8.5052, 30.314, -0.3024, 0.1649, -0.2564
O, 6.5089, 3.8001, 34.9893, 0.3348, 0.4602, 0.407
O, 27.7077, 3.0426, 2.0776, -0.1085, -0.1055, -0.1146
O, 3.6333, 8.805, 38.286, -0.1556, -0.1022, -0.6737
O, 1.8062, 10.4833, 37.5089, 0.4665, 0.2009, -0.3675
O, 17.4029, -1.1075, 34.2163, -0.3868, -0.128, 0.2219
O, 5.4081, 3.6091, 32.5864, -0.2534, -0.2608, 0.41
O, 12.432, 1.4472, 31.5513, -0.105, 0.0012, -0.1527
O, 7.4817, 11.8139, 31.039, 0.1039, -0.2098, 0.1559
O, 33.5596, 5.8099, 35.7723, 0.0833, 0.6464, 0.1028
O, 14.6514, 4.3296, 30.992, 0.3543, -0.2576, 0.5219
O, 31.3622, 4.7747, 0.4095, 0.0723, 0.0384, 0.0629
O, 5.4364, 10.6965, 34.2033, 0.0753, -0.3827, -0.0449
O, 8.065, 3.4729, 32.862, -0.145, -0.2531, -0.2378
O, 1.5826, 12.3971, 0.729, 0.5183, -0.0237, -0.3111
O, 14.9218, 2.58, 38.8756, 0.0154, -0.6458, -0.1378
O, 13.1577, -1.1362, 38.0132, 0.3827, 0.0853, -0.2121
O, 7.5625, 6.9736, 30.6602, 0.0733, 0.1483, 0.3318
O, 3.4266, 2.6259, 30.7828, -0.1779, 0.3176, -0.2133
O, 19.6482, 14.7612, 33.0025, 0.2015, -0.0694, 0.2926
O, 33.4009, 12.0445, 35.7207, -0.3427, 0.4252, 0.2062
O, 11.8567, 6.9437, 33.7308, 0.1657, 0.3044, -0.2471
O, 4.7508, 1.9406, 34.7954, 0.0988, 0.2687, -0.472
O, 32.4948, 10.4837, 0.1896, -0.034, -0.4899, -0.1819
O, 9.7743, 7.1231, 32.1062, 0.2662, -0.1845, -0.4308
O, 9.9616, 12.3827, 35.261, -0.5208, 0.2885, 0.6579
O, 26.3568, 11.9664, 32.9694, -0.2913, 0.1314, -0.2979
O, 29.7478, 9.3365, 35.2321, 0.2566, 0.2859, -0.4147
O, 30.9745, -0.2625, 35.8935, -0.2372, -0.6625, -0.0245
O, 20.5059, 7.3718, 0.0575, 0.0014, 0.1602, -0.1033
O, 4.6406, 12.3235, 32.3047, -0.2393, -0.1321, -0.2742
O, 15.1031, 4.6045, 37.1505, 0.4817, 0.1853, -0.1552
O, 10.836, -0.1036, 37.3172, -0.1116, 0.0572, -0.3555
O, 10.0816, 4.9776, 33.5935, -0.0619, -0.079, 0.5301
O, 14.606, 7.1916, 37.3718, 0.6697, 0.0612, 0.2985
O, 25.8063, 9.3132, 37.8077, -0.5968, -0.1292, 0.3341
O, 16.9431, 2.7631, 37.3581, 0.3249, 0.597, 0.22
O, 18.3976, 0.7888, 38.5493, 0.2161, 0.2399, -0.045
O, 28.5669, 13.354, 37.4631, 0.392, -0.1458, -0.0637
O, 27.1248, 9.0782, 35.5318, -0.4484, 0.3119, 0.1103
O, 9.9704, 4.5647, 0.7908, -0.1902, -0.5956, -0.241
O, 23.8542, 12.3335, 0.8041, 0.3874, -0.2119, 0.0365
O, 21.1137, 12.2986, 33.3866, -0.5592, 0.2105, -0.4316
O, 11.6424, 12.3964, 31.1617, -0.2187, 0.6336, 0.1735
O, 26.7656, 1.3266, 37.0158, 0.036, 0.1949, -0.003
O, 20.6793, 3.8127, 37.9045, -0.3325, 0.1058, -0.1103
O, 25.3838, 6.6141, 31.7199, 0.663, 0.0081, -0.3979
O, 1.0968, 7.1235, 1.4917, -0.2307, -0.1234, -0.1676
O, 19.2489, 2.1267, 36.4625, -0.1224, 0.1436, -0.5547
O, 10.7224, 6.8337, 36.9325, -0.0541, -0.2218, -0.1148
O, 21.8299, 3.4442, 1.7206, 0.1315, -0.0511, 0.2313
O, 25.9732, 4.6836, 1.1783, 0.2773, 0.0667, -0.3081
O, 12.7239, 5.4146, 37.8931, 0.1628, -0.6516, 0.4124
O, 24.3926, 5.4336, 33.7664, 0.2053, -0.1383, 0.1102
O, 3.8855, 3.4256, 0.3963, 0.2765, -0.1175, -0.0452
O, 28.1125, 10.0223, 33.2912, 0.4414, 0.0628, -0.0995
O, 33.1218, 10.9074, 33.3961, -0.404, -0.2677, 0.1631
O, 1.2072, 13.4413, 33.5387, 0.1272, 0.0793, 0.1143
O, 20.0173, 7.3193, 31.7268, 0.1321, -0.3672, -0.5971
O, 18.696, 8.9766, 35.6455, -0.4851, -0.0247, 0.1621
O, 11.5442, 14.7698, 0.3636, -0.1361, -0.1733, -0.4471
O, 28.3391, 1.6227, 34.9144, -0.2589, 0.2739, 0.1238
O, 4.3145, 6.4516, 39.2053, 0.6148, -0.2095, 0.2211
O, 26.0424, 14.0316, 37.0165, -0.3702, 0.2883, 0.5672
O, 16.0055, 14.4262, 31.7281, -0.097, 0.2022, 0.2909
O, 12.5709, 3.9461, 32.4439, -0.4342, 0.0915, -0.0615
O, 19.396, 0.8229, 31.9322, 0.0936, 0.0673, -0.3458
O, 19.9449, 12.585, 39.1883, -0.1079, -0.1471, 0.1024
O, 16.647, 8.2948, 34.2825, -0.2059, -0.4972, -0.3061
O, 32.4378, -0.7456, 33.8857, 0.1025, 0.0931, 0.4367
O, 12.9986, 0.0768, 35.7505, -0.0378, -0.3175, -0.447
O, 28.4074, 7.4806, 33.8953, 0.3472, -0.3171, 0.2188
O, 7.0754, 1.4081, 35.9127, 0.7802, 0.1137, -0.4749
O, 12.104, 12.8828, 33.775, 0.2764, 0.5509, -0.0277
O, 27.1363, 5.2294, 39.0207, -0.0413, 0.002, -0.0315
O, 14.5258, 2.1818, 36.2928, -0.2692, -0.008, 0.017
O, 17.6335, 1.5481, 33.702, -0.0898, 0.3043, 0.3923
O, 10.5761, 2.4692, 33.1069, -0.4798, -0.5506, 0.4248
O, 19.2178, 13.2735, 35.0235, -0.0782, -0.1424, 0.5529
O, 1.4046, 6.4325, 33.2344, 0.3184, 0.0646, 0.1539
O, 20.4037, 10.9941, 35.6044, 0.1324, 0.0726, 0.0106
O, 14.908, 10.569, 1.467, 0.5041, 0.3256, -0.1245
O, 32.179, 1.7904, 34.8694, -0.0804, 0.3552, 0.1644
O, 31.8439, 1.4308, 37.7828, -0.011, 0.0671, 0.0834
O, 10.7994, 10.6982, 38.0148, -0.0478, 0.0756, -0.3258
O, 10.0541, 8.837, 0.1932, 0.1613, 0.0915, -0.1749
O, 6.5749, 7.5296, 1.1052, -0.1935, 0.0988, -0.2611
O, 21.7418, 13.2464, 35.7581, 0.0732, -0.0544, -0.2081
O, 6.8317, 5.7564, 33.3211, 0.1369, 0.1436, -0.3564
O, 32.1258, 0.9456, 0.0757, 0.0526, -0.5063, 0.2082
O, 9.4434, 7.2342, 34.6926, -0.4781, 0.0875, -0.193
O, 8.6045, 12.88, 33.1371, 0.0088, 0.4313, 0.2116
O, 28.2145, 1.7827, 32.1828, -0.3339, 0.2108, 0.1213
O, 6.0099, 7.7866, 37.7864, 0.362, -0.3821, 0.1348
O, 30.8292, 7.5394, 36.8166, -0.1353, -0.2932, -0.4657
O, 25.046, 12.3887, 35.2245, -0.2715, -0.3392, -0.3127
O, 13.8321, 6.4638, 1.1639, 0.4178, 0.3045, -0.3004
O, 7.4184, 5.0564, 0.9557, 0.2757, -0.3167, 0.3825
O, 32.1144, 11.6129, 38.0253, 0.2597, 0.5117, -0.0201
O, 15.8948, 0.3907, 30.4687, -0.4062, -0.0035, 0.3273
O, 31.7212, 5.0362, 2.9844, -0.1516, -0.1154, -0.1618
O, 4.969, 7.5752, 33.0451, -0.0717, -0.41, 0.0019
O, 30.2582, 11.7514, 0.8827, -0.3236, 0.4587, 0.3129
O, 9.7812, 2.2163, 37.9939, -0.1302, 0.312, -0.5749
O, 18.8006, 0.6197, 0.1739, 0.3688, 0.1408, -0.044
O, 25.3193, 7.2586, 36.2766, -0.0278, -0.1504, -0.7161
O, 20.9904, 8.63, 36.6833, -0.1262, -0.31, 0.422
O, 8.1259, 10.6307, 34.3959, 0.1093, -0.3748, 0.0327
O, 22.5098, 2.2259, 33.1852, -0.059, -0.2083, 0.2676
O, 14.194, 5.9746, 32.9688, 0.7569, -0.0979, -0.16
O, 22.9265, 9.3204, 35.1298, 0.0597, 0.6551, 0.1802
O, 4.1862, 0.8819, 1.3192, -0.0651, -0.2096, -0.5356
O, 33.5376, 1.6517, 32.7658, -0.6243, -0.0244, -0.2806
O, 33.3949, 3.5061, 37.112, 0.3574, -0.3938, -0.3627
O, 22.0925, 13.7139, 38.3519, 0.1283, -0.2081, -0.0551
O, 31.6186, 10.1696, 31.2426, -0.2487, 0.3966, 0.3588
O, 3.0097, -0.9237, 37.872, -0.3047, -0.3633, 0.0883
O, 6.4579, 7.5916, 35.2027, -0.2178, -0.3762, 0.0653
O, 3.7955, 3.8725, 39.0711, -0.2268, -0.2354, -0.133
O, 15.2925, 9.4752, 36.2876, 0.3025, 0.362, 0.1267
O, 21.2687, 3.1323, 35.3558, -0.1834, -0.0532, 0.3547
O, 15.443, 11.8903, 31.7148, 0.0324, -0.0627, -0.2085
O, 6.6651, 14.1159, 31.8559, 0.1405, 0.4905, -0.1336
O, 30.9929, -0.9825, 38.3809, -0.1282, -0.5419, -0.1474
O, 6.7509, 12.4686, 35.5967, 0.1646, 0.1119, 0.3141
O, 29.9884, 3.2113, 33.5378, 0.0251, 0.06, 0.545
O, 1.2194, 3.8827, 34.0392, 0.1946, -0.1197, 0.0063
O, 31.9443, 13.9796, 31.7877, -0.4018, -0.1597, 0.4318
O, 7.0868, -1.2693, 35.7397, 0.4619, -0.1659, -0.457
O, 5.9323, 15.0376, 1.4906, 0.064, 0.1034, -0.4142

Results
total energy: -213027.039 eV
total energy less fixed offsets of O -438.35, Si -107.03 eV per atom: -6.869 eV
